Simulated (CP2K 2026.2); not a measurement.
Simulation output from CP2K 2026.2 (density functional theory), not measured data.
Periodic cell of 1152 atoms, Si864O288, from a study of silicon, its oxide and their interface. The atomic structure is a simulated model.
Doubt: the forces sum to 3.04 eV/angstrom along one axis rather than to zero, so they err by at least 0.0026 eV/angstrom per atom on average; the grid cutoff is modest.

Settings: functional PBE; method Gaussian and plane waves; basis set DZVP-MOLOPT-SR-GTH; pseudopotentials GTH-PBE; grid cutoff 350 Ry, relative cutoff 50 Ry; k points Gamma only; occupations fixed; spin none; net charge 0.

Cell vectors (angstrom)
a  32.64  0  0
b  0  16.32  0
c  -0.7113  7.2652  38.9275

Atoms: element, x, y, z (angstrom)
Si  1.0133  21.9495  38.8749
Si  4.4585  1.1604  0.2279
Si  1.1203  4.3641  0.0333
Si  3.3637  14.1198  38.9079
Si  1.0966  16.3558  38.7426
Si  3.9997  12.5286  0.0364
Si  6.588  15.2248  0.1172
Si  9.5088  1.4437  0.3676
Si  7.34  3.6925  0.0556
Si  9.1175  7.0932  0.3168
Si  6.8865  9.2231  0.238
Si  9.5824  12.0918  0.0611
Si  10.8846  22.7082  38.8194
Si  13.9822  9.0217  38.8974
Si  12.397  3.8834  0.1728
Si  14.5064  13.9007  38.9177
Si  11.1469  17.1606  38.9121
Si  15.2793  12.0552  0.0534
Si  17.8277  14.5307  0.0557
Si  19.8713  8.2249  38.8139
Si  16.7875  11.703  38.9259
Si  20.6412  6.9672  0.3215
Si  16.6957  17.0075  38.8582
Si  20.1377  12.4336  0.0216
Si  22.2601  22.4781  38.9204
Si  25.6165  1.5911  0.2459
Si  23.2989  3.7478  0.0579
Si  24.8123  14.2056  38.8495
Si  23.3669  9.245  0.0414
Si  26.115  12.0588  0.1127
Si  28.764  14.6934  0.1294
Si  30.8343  1.7148  0.0277
Si  28.6954  4.0214  0.5413
Si  31.5054  6.5736  0.1706
Si  28.2156  9.7157  0.0456
Si  31.0385  12.4124  0.0717
Si  2.7679  16.2939  1.3483
Si  5.6471  2.7182  1.4427
Si  2.7937  5.3947  1.3139
Si  5.4317  8.0055  1.5281
Si  2.8048  10.8115  1.165
Si  5.4483  13.6678  1.4542
Si  8.1158  16.326  1.5295
Si  10.9386  2.7598  1.6038
Si  8.1501  5.3704  1.5335
Si  10.8264  8.2721  1.3781
Si  8.072  10.8944  1.3947
Si  10.7398  13.7312  1.3198
Si  13.4947  16.3625  1.13
Si  16.3537  2.7904  1.27
Si  13.5932  5.53  1.314
Si  16.3135  8.2012  1.3356
Si  13.5462  10.9629  1.2339
Si  16.3562  13.5003  1.5258
Si  18.9917  16.2212  1.2425
Si  21.6328  2.6405  1.2563
Si  19.067  5.5426  1.366
Si  21.897  8.3062  1.6322
Si  19.0006  10.8578  1.3182
Si  21.7672  13.6071  1.2615
Si  24.47  16.2861  1.4373
Si  27.1401  2.7156  1.6213
Si  24.4167  5.4083  1.3361
Si  27.1121  8.0937  1.3109
Si  24.5005  10.864  1.3179
Si  27.2194  13.5796  1.4687
Si  29.8843  16.3433  1.3498
Si  -0.0035  2.6901  1.2444
Si  29.9984  5.5343  1.6319
Si  0.1457  8.1569  1.2943
Si  29.91  10.7911  1.3303
Si  0.086  13.561  1.2481
Si  1.3514  1.3382  2.6385
Si  4.1418  4.0468  2.6941
Si  1.4443  6.7759  2.7108
Si  4.0801  9.5139  2.7064
Si  1.4048  12.1481  2.6068
Si  4.0767  14.986  2.8061
Si  6.8359  1.3711  2.9093
Si  9.5732  4.1325  2.8961
Si  6.754  6.6661  2.8872
Si  9.4684  9.5782  2.7812
Si  6.7736  12.2599  2.7698
Si  9.4562  14.9419  2.8311
Si  12.3008  1.3028  2.7799
Si  14.9868  4.1476  2.6774
Si  12.2193  6.8699  2.6851
Si  14.8842  9.5557  2.6472
Si  12.2163  12.3607  2.6237
Si  14.8801  14.9986  2.5834
Si  17.6715  1.3452  2.5951
Si  20.3612  4.0585  2.663
Si  17.7052  6.892  2.7292
Si  20.3879  9.6291  2.7772
Si  17.7112  12.1547  2.8273
Si  20.3853  14.9312  2.6762
Si  23.0513  1.3638  2.7151
Si  25.7772  4.1543  2.8194
Si  23.1585  6.7558  2.8164
Si  25.8171  9.4826  2.7277
Si  23.1103  12.2385  2.6475
Si  25.8303  14.9305  2.7749
Si  28.5447  1.2963  2.825
Si  31.3651  4.0308  2.7876
Si  28.5182  6.8814  2.7857
Si  31.3444  9.4819  2.6533
Si  28.6077  12.1847  2.7589
Si  31.3518  14.9688  2.6276
Si  0.0191  16.3114  4.0461
Si  2.732  2.6922  4.0232
Si  0.0758  5.4247  4.0984
Si  2.7333  8.1655  4.0938
Si  0.0231  10.8641  4.0312
Si  2.7094  13.5407  4.052
Si  5.4246  16.3278  4.1879
Si  8.21  2.7363  4.2148
Si  5.3812  5.3665  4.2041
Si  8.145  8.141  4.1224
Si  5.4213  10.8726  4.0942
Si  8.1222  13.58  4.1679
Si  10.8829  16.3036  4.1273
Si  13.6572  2.741  4.0671
Si  10.9333  5.5224  4.1491
Si  13.5808  8.1991  4.0595
Si  10.8812  10.9627  4.0524
Si  13.5825  13.6518  4.0316
Si  16.2795  16.3372  3.9697
Si  19.0075  2.6968  4.0184
Si  16.336  5.4929  4.0588
Si  19.0552  8.2146  4.1069
Si  16.2699  10.8358  4.0923
Si  19.0642  13.588  4.0957
Si  21.7207  16.304  4.0703
Si  24.4128  2.7327  4.1014
Si  21.7298  5.3932  4.0808
Si  24.5068  8.139  4.144
Si  21.7624  10.9607  4.1034
Si  24.4528  13.5635  4.076
Si  27.184  16.2708  4.1516
Si  29.9458  2.6889  4.115
Si  27.1931  5.4818  4.1398
Si  29.9499  8.1983  4.0834
Si  27.2057  10.8424  4.0895
Si  29.9825  13.6031  4.0376
Si  1.3285  14.946  21.8066
Si  4.053  17.6457  21.8118
Si  1.3237  20.3627  21.8275
Si  4.0254  6.7731  21.7459
Si  1.3441  9.5113  21.8016
Si  4.0694  12.2423  21.7441
Si  6.7833  14.9232  21.7464
Si  9.5451  17.6544  21.7427
Si  6.7671  20.3254  21.7216
Si  9.5692  6.7752  21.7363
Si  6.8395  9.5222  21.6954
Si  9.5098  12.2607  21.7252
Si  12.2663  15.0187  21.7444
Si  14.9612  17.753  21.7833
Si  12.273  4.0842  21.7672
Si  14.9239  6.7714  21.6991
Si  12.2222  9.4912  21.6843
Si  14.9676  12.2812  21.6657
Si  17.7115  15.0244  21.6963
Si  20.4  17.6779  21.7693
Si  17.6819  20.3754  21.7404
Si  20.3871  6.7844  21.6964
Si  17.678  9.5135  21.6482
Si  20.443  12.2915  21.5896
Si  23.1409  14.9944  21.7393
Si  25.8597  17.732  21.7794
Si  23.121  4.0691  21.7923
Si  25.8143  6.7763  21.7653
Si  23.1506  9.5305  21.6801
Si  25.8354  12.2556  21.7656
Si  28.5862  15.0201  21.7802
Si  31.2574  17.6871  21.8581
Si  28.5389  20.3956  21.8379
Si  31.2585  6.7857  21.8054
Si  28.5481  9.5158  21.7817
Si  31.3081  12.2473  21.7799
Si  2.6938  16.2702  23.1803
Si  5.4145  19.0136  23.1612
Si  2.6821  5.4153  23.1602
Si  5.4602  8.1451  22.9809
Si  2.6803  10.9425  23.1187
Si  5.4499  13.5467  23.1323
Si  8.1648  16.2804  23.0629
Si  10.9428  18.9949  23.1
Si  8.2055  5.3276  22.9927
Si  10.9374  8.1264  23.1259
Si  8.1695  10.8853  23.0942
Si  10.8753  13.6555  23.0476
Si  13.603  16.3977  23.1486
Si  16.3285  19.0886  23.1814
Si  13.584  5.4737  23.163
Si  16.3304  8.1099  22.9833
Si  13.5949  10.8878  22.9538
Si  16.2939  13.7062  22.9975
Si  19.0802  16.2941  23.1465
Si  21.7399  19.0341  23.1506
Si  19.0465  5.4132  23.0735
Si  21.7842  8.1516  22.9797
Si  19.043  10.9722  22.8744
Si  21.7946  13.5649  23.0247
Si  24.4632  16.4054  23.0978
Si  27.175  19.0563  23.2352
Si  24.4802  5.4174  23.1712
Si  27.132  8.1684  23.1107
Si  24.4407  10.8953  23.1079
Si  27.224  13.6431  23.0729
Si  29.8952  16.3516  23.2502
Si  -0.0305  19.0293  23.2503
Si  29.8935  5.4476  23.1904
Si  0.0045  8.1125  23.1669
Si  29.9769  10.8514  23.1028
Si  -0.0319  13.6158  23.2051
Si  1.3179  17.5861  24.5835
Si  4.031  20.389  24.53
Si  1.3475  6.7626  24.5718
Si  4.1663  9.5845  24.3025
Si  1.3126  12.26  24.5899
Si  4.043  14.8426  24.4967
Si  6.8146  17.5933  24.4337
Si  9.5401  20.306  24.404
Si  6.8117  6.6891  24.2301
Si  9.561  9.5227  24.405
Si  6.8389  12.2222  24.5183
Si  9.5196  14.9721  24.4719
Si  12.2539  17.716  24.5936
Si  14.9991  20.5368  24.5633
Si  12.2212  6.7738  24.6187
Si  14.9443  9.4874  24.2421
Si  12.2804  12.2851  24.2995
Si  15.0134  15.0618  24.4578
Si  17.6892  17.6563  24.4956
Si  20.3932  20.4243  24.4969
Si  17.6625  6.759  24.389
Si  20.432  9.6337  24.1549
Si  17.6978  12.3324  24.2193
Si  20.4819  14.8426  24.4405
Si  23.078  17.6798  24.5438
Si  25.7786  20.3755  24.6373
Si  23.0636  6.807  24.4396
Si  25.7688  9.5312  24.4654
Si  23.0806  12.2513  24.4893
Si  25.8504  15.0419  24.3786
Si  28.558  17.746  24.6397
Si  31.2645  20.4626  24.6203
Si  28.4504  6.8022  24.4787
Si  31.283  9.4612  24.5145
Si  28.64  12.2826  24.3695
Si  31.2382  14.9539  24.6112
Si  -0.0607  16.2673  26.0327
Si  2.6446  18.9987  25.9058
Si  -0.0339  5.4948  26.0832
Si  2.8757  8.2092  25.6186
Si  -0.0084  10.7948  25.9249
Si  2.7081  13.5947  26.0034
Si  5.4504  16.1772  25.7591
Si  8.2784  18.895  25.7668
Si  5.5476  5.44  25.7381
Si  8.1226  8.0505  25.5339
Si  5.4465  10.8518  25.8275
Si  8.2395  13.5535  25.8814
Si  10.8303  16.324  25.9231
Si  13.6606  19.1346  25.9063
Si  10.7157  5.3125  25.901
Si  13.7395  8.2178  25.8131
Si  10.9577  10.9319  25.6807
Si  13.6257  13.6579  25.6731
Si  16.373  16.3103  25.9559
Si  19.0529  19.0383  25.8274
Si  16.3729  5.587  26.017
Si  19.0557  8.3033  25.4012
Si  16.3496  10.9073  25.4123
Si  19.0329  13.5019  25.7265
Si  21.8627  16.1213  25.8586
Si  24.2853  19.0892  26.0256
Si  21.6797  5.5163  25.886
Si  24.3609  8.1957  25.8248
Si  21.63  10.8458  25.748
Si  24.5332  13.659  25.715
Si  27.1147  16.3575  25.8751
Si  29.8904  19.1554  26.0505
Si  27.1459  5.4946  25.9501
Si  29.8043  8.1424  25.8151
Si  27.2466  10.9325  25.618
Si  29.8894  13.546  25.9395
Si  1.3442  14.9497  27.4576
Si  4.3603  17.8228  26.9858
Si  1.1327  20.142  27.3259
Si  4.4459  7.1053  26.9313
Si  1.726  9.614  27.043
Si  3.8496  11.9003  27.2237
Si  6.9877  15.0689  27.1473
Si  9.1857  17.3531  27.3358
Si  6.6746  20.0509  26.9131
Si  9.3476  6.8454  27.0992
Si  6.681  9.186  26.9161
Si  9.9109  12.4277  27.14
Si  12.0455  14.6982  27.0525
Si  15.2549  17.9822  27.2189
Si  12.3425  20.573  27.2368
Si  15.4452  7.4546  27.3089
Si  12.6616  9.9574  26.9227
Si  14.9271  12.0795  26.7618
Si  18.0899  15.1094  27.1365
Si  20.2701  17.373  26.9523
Si  17.5078  20.1868  27.2094
Si  20.435  7.2448  26.8813
Si  17.69  9.5948  26.7367
Si  19.8946  11.7518  27.0581
Si  23.5391  15.0556  27.3005
Si  25.513  17.4962  27.2142
Si  23.1876  20.8002  27.3974
Si  25.4906  6.652  27.1652
Si  22.7173  9.2944  27.1143
Si  26.1448  12.4947  26.8947
Si  28.236  14.7316  27.1532
Si  31.5003  17.9644  27.3108
Si  28.7119  20.7801  27.3917
Si  30.9089  6.7244  27.2963
Si  28.6341  9.756  27.0463
Si  30.9647  11.8454  27.2396
Si  3.8912  17.5596  31.9687
Si  3.2572  21.515  29.0901
Si  0.06  12.8894  29.5901
Si  4.1321  9.4958  31.8612
Si  27.9199  8.543  31.9979
Si  9.3779  17.4032  30.3866
Si  10.2838  21.7621  36.0175
Si  6.1701  14.9035  34.8136
Si  10.0961  11.7169  34.5589
Si  9.264  14.8088  31.6342
Si  8.7875  10.3145  29.1084
Si  9.9988  19.4163  34.0459
Si  6  20.6295  29.6384
Si  11.5409  6.9809  33.5658
Si  11.1677  8.5236  28.8743
Si  14.293  11.7504  34.4948
Si  14.0732  14.5555  35.8798
Si  21.7093  13.3731  34.3536
Si  15.4533  13.3285  29.4435
Si  25.4341  7.9794  33.7565
Si  20.9855  10.2873  34.1487
Si  18.042  13.9791  30.1329
Si  13.6309  15.7424  32.2294
Si  18.1647  12.3299  36.3737
Si  27.8435  21.7441  36.0696
Si  22.8662  17.6695  31.9814
Si  25.6575  18.9561  32.2023
Si  31.9025  22.5848  34.0163
Si  18.0058  7.8716  31.071
Si  20.6089  12.3425  30.0126
Si  3.3299  6.5646  31.9738
Si  30.4899  14.6207  36.1477
Si  20.7422  18.9355  33.9729
Si  14.0233  7.7956  36.216
Si  29.4792  11.0792  32.5576
Si  3.1785  8.8866  36.2912
Si  25.9957  9.3257  36.4852
Si  29.4776  16.6831  29.3422
Si  9.8332  21.4742  31.7849
Si  6.1017  19.4138  34.7257
Si  4.9783  10.411  34.7691
Si  17.6342  18.4117  33.3166
Si  3.5371  20.1747  33.273
Si  16.2364  15.7171  33.9567
Si  4.713  18.0368  36.8761
Si  7.5666  21.1456  36.7523
Si  0.1377  8.1158  29.2939
Si  11.418  15.5482  36.3085
Si  14.0408  15.93  29.1156
Si  11.9584  18.2184  32.153
Si  6.952  9.4477  31.0204
Si  14.0057  11.8539  31.569
Si  8.9663  16.4071  34.4212
Si  19.0494  8.7811  35.799
Si  11.7215  13.2356  32.4227
Si  21.0049  17.8821  29.8423
Si  18.9134  5.8174  29.116
Si  13.3269  6.4184  29.1009
Si  12.0588  9.5507  34.7424
Si  24.0161  14.8937  32.7344
Si  26.6686  8.6086  29.2954
Si  21.415  21.707  32.9492
Si  15.7205  9.4101  31.861
Si  22.6226  8.162  32.9708
Si  26.735  16.1938  33.4698
Si  23.3604  13.4317  30.116
Si  31.138  13.3753  32.0836
Si  0.7868  10.2888  36.2483
Si  21.4794  20.7671  30.1037
Si  28.791  12.2128  35.2824
Si  0.4643  16.0376  35.7699
Si  0.5738  6.2739  31.5741
Si  24.57  10.8022  29.1087
Si  -0.4176  11.0918  33.5331
Si  1.1933  10.3645  31.0841
Si  29.7737  19.3334  36.1134
Si  6.5373  13.4065  32.0749
Si  12.2883  20.3106  30.2156
Si  0.8134  7.4038  36.404
Si  5.2303  12.6793  36.6846
Si  0.586  20.1589  33.0881
Si  6.6664  18.4766  31.7863
Si  3.3469  16.3936  34.893
Si  29.6556  15.9606  32.3337
Si  7.7199  6.5708  29.8977
Si  14.9532  21.4263  36.8596
Si  14.5909  7.026  33.4423
Si  18.7559  6.604  33.7038
Si  3.2781  16.3269  29.3046
Si  5.1179  13.7787  29.3239
Si  16.3933  21.0932  34.1202
Si  26.3432  12.312  36.9975
Si  20.5293  9.5178  31.3745
Si  21.2523  12.6874  37.0849
Si  10.0955  12.9562  37.1462
Si  19.0983  15.1434  34.0317
Si  31.4443  17.9997  33.8879
Si  25.4106  21.1823  34.477
Si  16.8835  10.4738  34.6015
Si  18.254  15.3018  36.883
Si  29.1978  7.3184  34.2264
Si  18.7662  16.6056  31.4774
Si  23.6278  20.6539  36.8728
Si  7.424  10.767  33.4099
Si  28.3002  16.6924  36.0731
Si  29.1689  9.4206  36.2551
Si  21.3589  18.4179  36.9034
Si  27.2326  18.9289  29.4584
Si  1.3612  14.9301  5.4093
Si  4.0466  1.3692  5.4802
Si  1.413  4.0589  5.4432
Si  4.0609  6.8044  5.491
Si  1.3514  9.5086  5.4352
Si  4.064  12.2229  5.4546
Si  6.7815  14.9524  5.515
Si  9.5596  1.3511  5.5154
Si  6.7947  4.0583  5.5381
Si  9.5321  6.8352  5.4967
Si  6.7836  9.5132  5.4614
Si  9.5242  12.2468  5.4828
Si  12.2437  14.9538  5.4643
Si  14.9953  1.3742  5.4187
Si  12.2834  4.0942  5.4418
Si  14.9554  6.8315  5.4194
Si  12.2275  9.5713  5.4157
Si  14.9387  12.2677  5.3995
Si  17.6472  14.9747  5.3699
Si  20.3639  1.3551  5.4154
Si  17.6785  4.0881  5.3989
Si  20.3967  6.8007  5.4286
Si  17.6554  9.5197  5.4655
Si  20.4175  12.2808  5.4891
Si  23.1046  14.9532  5.4272
Si  25.8127  1.3653  5.4399
Si  23.0787  4.0711  5.4791
Si  25.8604  6.8183  5.5208
Si  23.1091  9.5311  5.4321
Si  25.8352  12.2135  5.4323
Si  28.592  14.9157  5.4449
Si  31.306  1.3277  5.4493
Si  28.57  4.0773  5.4416
Si  31.2971  6.785  5.4171
Si  28.5906  9.5337  5.464
Si  31.3202  12.2392  5.4094
Si  2.6977  16.2949  6.8038
Si  5.4202  2.7007  6.8613
Si  2.7194  5.429  6.8384
Si  5.4364  8.1578  6.834
Si  2.7067  10.8639  6.8084
Si  5.4137  13.5806  6.8367
Si  8.1659  16.3141  6.8477
Si  10.9179  2.7433  6.8245
Si  8.166  5.455  6.8426
Si  10.8912  8.2102  6.8172
Si  8.1546  10.8719  6.8185
Si  10.8833  13.6057  6.8332
Si  13.6186  16.3373  6.7838
Si  16.3378  2.7336  6.7856
Si  13.621  5.4619  6.7996
Si  16.3085  8.1594  6.8136
Si  13.5947  10.91  6.7839
Si  16.3111  13.6162  6.7613
Si  19.0036  16.3196  6.7676
Si  21.7239  2.6988  6.8063
Si  19.0349  5.4382  6.7807
Si  21.7567  8.1631  6.7911
Si  19.0316  10.8951  6.7984
Si  21.7729  13.6249  6.8355
Si  24.4688  16.312  6.7927
Si  27.1953  2.7178  6.792
Si  24.4677  5.4361  6.8193
Si  27.2402  8.1735  6.8399
Si  24.4782  10.8712  6.8058
Si  27.2072  13.5718  6.7925
Si  29.9332  16.2977  6.8032
Si  0.0249  2.705  6.7932
Si  29.9367  5.4357  6.7948
Si  -0.007  8.1507  6.7972
Si  29.9484  10.902  6.7972
Si  0.0109  13.5935  6.7957
Si  1.3559  17.6631  8.1712
Si  4.0763  4.0797  8.2035
Si  1.3456  6.794  8.1729
Si  4.0663  9.5147  8.1795
Si  1.3584  12.2334  8.1661
Si  4.0615  14.9534  8.1808
Si  6.7943  17.666  8.2
Si  9.532  4.0858  8.18
Si  6.7979  6.8052  8.1948
Si  9.5161  9.5316  8.1881
Si  6.7922  12.2289  8.18
Si  9.5242  14.957  8.195
Si  12.2653  17.6869  8.1664
Si  14.9751  4.0906  8.1509
Si  12.2483  6.8209  8.1543
Si  14.9518  9.5413  8.1491
Si  12.2427  12.2427  8.1745
Si  14.9646  14.9689  8.1433
Si  17.6805  17.6882  8.1496
Si  20.3884  4.083  8.1551
Si  17.6789  6.7954  8.1526
Si  20.3955  9.5261  8.1489
Si  17.6702  12.262  8.1418
Si  20.38  14.9815  8.1511
Si  23.1077  17.6698  8.155
Si  25.8409  4.0749  8.1618
Si  23.1172  6.8102  8.1636
Si  25.8511  9.5261  8.1719
Si  23.132  12.2428  8.1682
Si  25.8484  14.9533  8.1418
Si  28.5639  17.6721  8.1455
Si  31.2951  4.0683  8.1497
Si  28.5862  6.7907  8.1741
Si  31.2855  9.5206  8.1588
Si  28.5713  12.2352  8.1652
Si  31.288  14.9446  8.1653
Si  -0.0046  16.3099  9.531
Si  2.7102  2.707  9.5383
Si  -0.0059  5.4299  9.5301
Si  2.7092  8.1504  9.5343
Si  0.001  10.8741  9.5271
Si  2.7079  13.5911  9.5375
Si  5.427  16.3067  9.5448
Si  8.1614  2.7229  9.5343
Si  5.4386  5.4413  9.5503
Si  8.1585  8.1657  9.5438
Si  5.4287  10.8732  9.5383
Si  8.1513  13.5943  9.5382
Si  10.8911  16.3313  9.527
Si  13.6159  2.7333  9.5183
Si  10.8889  5.4578  9.5227
Si  13.602  8.1775  9.5169
Si  10.8781  10.8912  9.537
Si  13.6065  13.6125  9.5143
Si  16.3218  16.3267  9.5075
Si  19.038  2.7232  9.5154
Si  16.3255  5.4442  9.5193
Si  19.0395  8.1634  9.5063
Si  16.3184  10.8961  9.5053
Si  19.036  13.6087  9.5091
Si  21.7512  16.3218  9.5184
Si  24.4776  2.712  9.5105
Si  21.7569  5.4429  9.5112
Si  24.4873  8.1623  9.5215
Si  21.7615  10.8813  9.5127
Si  24.4958  13.6023  9.5185
Si  27.2047  16.3146  9.5074
Si  29.9244  2.7135  9.5082
Si  27.2071  5.4352  9.519
Si  29.9341  8.1602  9.529
Si  27.212  10.8812  9.5288
Si  29.9249  13.595  9.5272
Si  1.3512  14.953  10.896
Si  4.0706  17.6729  10.8996
Si  1.3516  4.0714  10.8937
Si  4.0684  6.7961  10.9004
Si  1.3545  9.5143  10.8935
Si  4.0698  12.2339  10.8967
Si  6.7904  14.951  10.8983
Si  9.5214  17.6821  10.887
Si  6.7984  4.0763  10.8982
Si  9.52  6.8012  10.8911
Si  6.7885  9.5168  10.8987
Si  9.5138  12.2422  10.8961
Si  12.2445  14.965  10.8795
Si  14.9671  17.6859  10.8729
Si  12.2459  4.0894  10.8753
Si  14.9635  6.8123  10.8705
Si  12.2385  9.5254  10.8848
Si  14.9621  12.25  10.8728
Si  17.6813  14.9687  10.8701
Si  20.4033  17.6893  10.8748
Si  17.6832  4.0838  10.8754
Si  20.4027  6.8078  10.8686
Si  17.6815  9.5308  10.8612
Si  20.4021  12.2466  10.8668
Si  23.1245  14.9611  10.8694
Si  25.8449  17.6758  10.869
Si  23.1249  4.0831  10.8665
Si  25.8488  6.7995  10.8769
Si  23.1267  9.526  10.8755
Si  25.8542  12.2461  10.8832
Si  28.5642  14.9617  10.8783
Si  31.2754  17.6762  10.8827
Si  28.5676  4.0738  10.8757
Si  31.2837  6.7957  10.8923
Si  28.5685  9.5169  10.886
Si  31.2812  12.2334  10.8882
Si  2.7086  16.3146  12.2566
Si  5.4311  2.717  12.2541
Si  2.7094  5.4321  12.2565
Si  5.4274  8.1561  12.2581
Si  2.7097  10.8739  12.2565
Si  5.4276  13.5942  12.2562
Si  8.1544  16.3212  12.2445
Si  10.8808  2.7284  12.2364
Si  8.1561  5.4403  12.2503
Si  10.8772  8.1651  12.2436
Si  8.1509  10.8788  12.2501
Si  10.878  13.6089  12.2407
Si  13.6032  16.3282  12.2314
Si  16.3247  2.7247  12.2317
Si  13.6036  5.451  12.2309
Si  16.3247  8.1729  12.2255
Si  13.6003  10.8913  12.2334
Si  16.3233  13.6079  12.2299
Si  19.0453  16.3263  12.2277
Si  21.7695  2.7259  12.2288
Si  19.0464  5.4472  12.2262
Si  21.7677  8.1627  12.2303
Si  19.0441  10.8851  12.2259
Si  21.7679  13.6013  12.2288
Si  24.487  16.3198  12.2311
Si  27.2054  2.7152  12.2337
Si  24.4873  5.4386  12.2314
Si  27.2073  8.1574  12.2411
Si  24.4909  10.8842  12.2351
Si  27.2121  13.6033  12.2445
Si  29.9189  16.3188  12.2457
Si  -0.0091  2.7134  12.2515
Si  29.9195  5.4351  12.2452
Si  -0.0003  8.1538  12.2568
Si  29.9249  10.8755  12.2504
Si  -0.0069  13.5938  12.2547
Si  1.3492  17.6758  13.6157
Si  4.0683  4.0731  13.617
Si  1.353  6.7917  13.6206
Si  4.0651  9.5126  13.6182
Si  1.3494  12.2336  13.617
Si  4.0674  14.9551  13.6145
Si  6.7912  17.676  13.6087
Si  9.5154  4.0776  13.6025
Si  6.7873  6.7914  13.6116
Si  9.5111  9.5174  13.6033
Si  6.7885  12.2336  13.6096
Si  9.5147  14.9633  13.6018
Si  12.2388  17.684  13.5894
Si  14.9633  4.0875  13.5846
Si  12.2389  6.8033  13.5938
Si  14.9634  9.5308  13.5864
Si  12.2372  12.2468  13.5942
Si  14.9616  14.9673  13.5864
Si  17.688  17.687  13.5854
Si  20.4109  4.0889  13.5814
Si  17.6861  6.8095  13.5801
Si  20.4086  9.5258  13.5861
Si  17.6851  12.2468  13.5857
Si  20.4104  14.9679  13.5838
Si  23.1317  17.6865  13.5875
Si  25.8487  4.0796  13.5931
Si  23.13  6.8023  13.5896
Si  25.8519  9.5245  13.5964
Si  23.1333  12.247  13.592
Si  25.8505  14.9662  13.5973
Si  28.5618  17.6809  13.605
Si  31.275  4.0766  13.6115
Si  28.5638  6.7986  13.6054
Si  31.2805  9.5154  13.6151
Si  28.5701  12.2423  13.6071
Si  31.2757  14.9591  13.6111
Si  -0.0095  16.3179  14.9772
Si  2.7043  19.0369  14.979
Si  -0.0096  5.4326  14.98
Si  2.7097  8.1505  14.9838
Si  -0.0075  10.8756  14.9826
Si  2.7056  13.5976  14.9742
Si  5.4258  16.319  14.9694
Si  8.1512  19.0385  14.9643
Si  5.4279  5.431  14.9776
Si  8.149  8.1545  14.9615
Si  5.4265  10.875  14.9699
Si  8.1498  13.6001  14.9564
Si  10.8771  16.3271  14.9537
Si  13.6006  19.0465  14.9393
Si  10.8756  5.4424  14.9516
Si  13.602  8.1682  14.941
Si  10.8734  10.8841  14.9493
Si  13.5973  13.6125  14.9464
Si  16.3248  16.3283  14.9375
Si  19.0515  19.0503  14.9356
Si  16.3277  5.4479  14.9363
Si  19.0481  8.1631  14.9419
Si  16.321  10.8918  14.9468
Si  19.0488  13.6091  14.9391
Si  21.7722  16.328  14.9434
Si  24.4915  19.041  14.954
Si  21.7716  5.4397  14.9465
Si  24.4934  8.161  14.9494
Si  21.7743  10.8836  14.9448
Si  24.4957  13.6055  14.9549
Si  27.2062  16.3228  14.9671
Si  29.9182  19.0377  14.9729
Si  27.2052  5.4374  14.9611
Si  29.9218  8.1547  14.9732
Si  27.2133  10.8801  14.963
Si  29.9227  13.601  14.9764
Si  1.3476  14.9571  16.3383
Si  4.0628  17.6742  16.3351
Si  1.3418  4.0709  16.347
Si  4.065  6.7841  16.3441
Si  1.3462  9.5092  16.3434
Si  4.0654  12.2357  16.3277
Si  6.7872  14.954  16.3181
Si  9.5141  17.679  16.3174
Si  6.7878  4.0674  16.3343
Si  9.5089  6.7915  16.3146
Si  6.7833  9.5071  16.3214
Si  9.5101  12.2394  16.3088
Si  12.2393  14.9702  16.3105
Si  14.9646  17.6891  16.2914
Si  12.238  4.0793  16.2993
Si  14.9638  6.8046  16.2902
Si  12.2381  9.5243  16.2984
Si  14.9581  12.2569  16.3032
Si  17.6868  14.9725  16.2926
Si  20.4136  17.6964  16.2937
Si  17.691  4.0882  16.2909
Si  20.4055  6.7953  16.299
Si  17.6849  9.5248  16.2948
Si  20.4162  12.2528  16.2933
Si  23.1395  14.9765  16.3048
Si  25.8495  17.6874  16.3243
Si  23.1325  4.0824  16.3104
Si  25.8498  6.8033  16.3167
Si  23.1378  9.5241  16.3048
Si  25.8614  12.2496  16.3171
Si  28.5671  14.9677  16.3338
Si  31.275  17.6803  16.3404
Si  28.561  4.0815  16.3304
Si  31.2706  6.7911  16.3417
Si  28.5701  9.522  16.3319
Si  31.2767  12.2411  16.3444
Si  2.6954  16.3243  17.7004
Si  5.424  19.0258  17.6979
Si  2.6979  5.428  17.7099
Si  5.4328  8.1446  17.6939
Si  2.7122  10.8736  17.6911
Si  5.4177  13.6052  17.6804
Si  8.1526  16.3099  17.6705
Si  10.8782  19.0458  17.6659
Si  8.154  5.4289  17.6849
Si  10.8808  8.1561  17.6509
Si  8.1449  10.8757  17.6615
Si  10.8718  13.6037  17.6598
Si  13.6059  16.3405  17.6579
Si  16.3286  19.0495  17.641
Si  13.6082  5.4375  17.6428
Si  16.3227  8.1604  17.6483
Si  13.59  10.8946  17.6532
Si  16.3187  13.6277  17.6539
Si  19.0429  16.3458  17.6399
Si  21.7743  19.0406  17.6679
Si  19.0493  5.4326  17.6627
Si  21.7765  8.1501  17.6463
Si  19.0514  10.8911  17.639
Si  21.7776  13.6167  17.6498
Si  24.492  16.3304  17.6838
Si  27.2042  19.0469  17.692
Si  24.4917  5.4416  17.6721
Si  27.2167  8.1519  17.6833
Si  24.5067  10.8815  17.6634
Si  27.2128  13.6092  17.6938
Si  29.9198  16.3258  17.7054
Si  -0.0167  19.0341  17.7178
Si  29.9166  5.4284  17.7073
Si  -0.0182  8.1511  17.7072
Si  29.9164  10.8847  17.7077
Si  -0.0048  13.601  17.7079
Si  1.3365  17.671  19.0834
Si  4.0502  4.0518  19.0632
Si  1.3263  6.7809  19.073
Si  4.0639  9.503  19.0457
Si  1.3603  12.2337  19.0575
Si  4.0579  14.9648  19.0488
Si  6.7866  17.6478  19.0402
Si  9.5187  4.0675  19.0401
Si  6.794  6.7805  19.0526
Si  9.5195  9.5166  19.0008
Si  6.7793  12.2331  19.0164
Si  9.5189  14.9589  19.0264
Si  12.2519  17.7018  19.0203
Si  14.9682  4.079  18.9986
Si  12.243  6.7864  18.9943
Si  14.9541  9.5267  18.99
Si  12.2307  12.2524  19.02
Si  14.9729  15.0019  19.0231
Si  17.6833  17.6998  19.0052
Si  20.4088  4.0687  19.0282
Si  17.6702  6.7855  19.0065
Si  20.4133  9.517  18.9786
Si  17.6918  12.262  18.9841
Si  20.4205  15.0034  18.9828
Si  23.1361  17.6953  19.0433
Si  25.8471  4.0924  19.0473
Si  23.1227  6.7918  19.0238
Si  25.8643  9.52  19.0307
Si  23.1538  12.2634  18.9984
Si  25.8609  14.9819  19.0478
Si  28.566  17.6989  19.0614
Si  31.2587  4.0656  19.0871
Si  28.5584  6.7894  19.0645
Si  31.2681  9.5175  19.0705
Si  28.5656  12.2561  19.0714
Si  31.2816  14.9705  19.0711
Si  -0.0275  16.3288  20.4653
Si  2.6948  19.0177  20.4522
Si  -0.0224  5.414  20.4527
Si  2.6861  8.1576  20.4084
Si  0.0056  10.8736  20.4195
Si  2.7011  13.614  20.415
Si  5.4162  16.3066  20.4206
Si  8.1622  18.9975  20.3818
Si  5.414  5.4158  20.4027
Si  8.1982  8.1401  20.3733
Si  5.4282  10.8736  20.3826
Si  8.1399  13.5916  20.3641
Si  10.8978  16.3306  20.3621
Si  13.6153  19.065  20.3801
Si  10.9118  5.4218  20.3774
Si  13.5976  8.1508  20.3356
Si  10.8588  10.8811  20.3658
Si  13.5911  13.6441  20.3537
Si  16.3168  16.3873  20.3915
Si  19.046  19.0257  20.3852
Si  16.3166  5.4158  20.3742
Si  19.0502  8.1521  20.3243
Si  16.3215  10.899  20.3221
Si  19.0446  13.6604  20.3094
Si  21.7627  16.3379  20.387
Si  24.4888  19.063  20.4091
Si  21.7746  5.4174  20.3886
Si  24.5031  8.1455  20.3641
Si  21.7927  10.8777  20.3068
Si  24.4963  13.6205  20.3891
Si  27.2084  16.3545  20.4187
Si  29.9016  19.035  20.47
Si  27.2046  5.4284  20.4331
Si  29.9098  8.1491  20.4301
Si  27.1998  10.8854  20.415
Si  29.9321  13.6186  20.4371
O  0.8509  13.856  28.5687
O  3.2011  5.9114  30.514
O  5.4908  17.3389  31.6809
O  0.3131  8.8718  36.9058
O  8.9459  11.2286  33.5617
O  0.5022  6.7262  30.0383
O  9.44  11.6569  28.5047
O  1.0212  11.7509  30.2435
O  25.978  7.3746  28.5324
O  1.2405  8.588  28.2168
O  9.5366  17.9148  28.8461
O  17.9306  15.3428  30.9653
O  25.5325  15.1023  33.2999
O  7.4137  8.0729  30.3423
O  15.5635  12.7135  38.5497
O  13.8  11.0445  27.2637
O  3.4303  17.5524  36.023
O  11.0054  13.556  27.61
O  12.7293  15.4474  28.319
O  15.2292  14.8523  28.9402
O  19.3851  8.6211  30.6977
O  14.6744  12.281  33.0028
O  15.7349  12.4837  28.1092
O  19.8156  16.9273  30.3214
O  19.1221  16.3311  27.4667
O  21.0954  17.9204  28.2446
O  16.3786  19.0881  27.6879
O  20.3692  21.8529  29.7228
O  32.0302  13.7468  30.7862
O  7.9731  13.8777  31.5557
O  17.9206  7.5181  32.6577
O  -0.245  18.8067  32.8483
O  20.7049  19.3775  30.3434
O  25.4071  11.5858  27.9978
O  28.3924  17.8311  29.6373
O  27.7888  9.2511  28.3332
O  24.4212  5.5172  27.653
O  20.5798  12.3777  28.398
O  27.1458  13.5863  27.6254
O  28.596  11.6734  33.7763
O  28.8583  15.4803  28.4575
O  31.5206  12.2276  28.7154
O  4.6031  9.0408  35.5711
O  -0.2084  17.0473  34.7195
O  6.2342  13.7159  35.9259
O  14.2215  20.2289  37.6651
O  9.9187  9.2384  29.6203
O  10.8038  10.4257  35.2196
O  9.8346  7.6512  38.5097
O  30.1218  8.6556  37.3396
O  14.6772  8.5489  37.4865
O  7.3525  9.3818  32.5805
O  27.5522  22.3356  37.5503
O  22.14  11.39  37.4439
O  26.2579  17.638  32.9201
O  22.2994  6.642  33.454
O  7.8351  10.645  30.3613
O  25.5199  8.4203  37.7385
O  18.2056  20.7953  28.5584
O  2.7429  10.7591  27.6573
O  26.0924  18.2706  28.5228
O  25.6265  20.2048  33.2171
O  17.5493  9.2221  35.3761
O  14.122  14.5975  37.498
O  12.0677  19.8204  28.6739
O  25.3082  13.4853  37.4453
O  30.6478  19.1637  37.4773
O  12.17  9.6855  28.4497
O  19.2894  15.1879  38.1023
O  30.3909  22.6177  34.4841
O  24.8929  20.1051  37.7111
O  31.9405  6.7294  32.4589
O  10.8211  20.7276  30.7512
O  12.8458  14.3878  32.6309
O  3.7011  19.1743  32.0028
O  13.1634  10.6184  34.2724
O  21.1193  7.2296  38.4404
O  30.7355  19.0544  34.8683
O  13.0511  5.6839  27.6695
O  24.2042  8.3069  32.7647
O  9.4279  12.5399  35.7514
O  30.7846  17.3064  28.6219
O  4.1438  13.4787  37.6116
O  27.3018  12.1116  38.2672
O  29.2071  20.8404  38.8233
O  0.7924  10.5182  32.6403
O  9.1503  18.0385  34.3076
O  22.5656  20.5657  28.9075
O  31.4023  7.7473  28.5026
O  6.6047  10.4976  34.7691
O  29.8982  16.0744  30.7534
O  8.0132  16.2486  27.6251
O  15.5215  22.0631  33.1709
O  23.3145  10.0169  28.4499
O  -0.5547  14.773  35.8965
O  3.2559  9.2841  37.8572
O  11.6851  16.6262  37.4787
O  24.0487  20.905  35.3287
O  6.4682  21.9006  37.6511
O  30.8415  10.3781  33.089
O  1.9394  15.6279  35.1939
O  4.2234  19.3352  37.7033
O  0.5525  16.7402  37.2451
O  21.8854  17.081  37.645
O  8.0608  17.9656  31.1592
O  20.1014  9.9575  35.4491
O  10.8053  11.6984  37.8508
O  5.976  18.3133  35.903
O  19.4975  16.2173  32.8831
O  17.5001  11.347  37.4911
O  16.7721  8.8658  30.7641
O  27.5953  9.1942  36.4873
O  0.4073  22.6099  37.4995
O  6.2549  5.8869  29.866
O  8.8472  13.5108  37.9513
O  15.6047  18.1604  38.4643
O  26.5516  19.3036  30.8827
O  11.2109  14.1038  37.0081
O  31.8532  12.6879  38.6516
O  3.5426  6.3995  28.0686
O  5.512  18.9372  26.9734
O  8.4886  6.5138  28.4604
O  20.2698  14.0257  33.9432
O  18.0027  14.3143  28.5521
O  4.7716  7.2804  38.5759
O  28.5964  9.9957  31.7653
O  22.1912  9.2153  34.1164
O  12.8109  17.0137  32.7924
O  18.2945  20.7786  38.448
O  15.4027  15.2368  35.259
O  3.3754  16.9598  33.3767
O  26.6017  20.8952  35.5217
O  29.0483  10.2005  38.9094
O  25.5695  9.7116  29.7663
O  19.0544  15.757  35.5455
O  21.1494  13.4184  38.5166
O  12.7739  15.4273  35.434
O  6.0817  11.6773  37.6329
O  19.7516  12.3775  36.6065
O  28.0802  15.7729  32.6611
O  30.1638  14.4175  37.7197
O  14.1991  12.8742  30.3299
O  17.1704  16.3807  37.4131
O  5.3767  9.7833  30.8569
O  16.1674  22.1354  37.6917
O  30.5082  14.6722  32.7834
O  16.6661  19.6932  33.3781
O  17.9294  6.5271  30.1767
O  0.9675  11.3101  37.4683
O  21.8503  8.5893  31.5996
O  11.1217  21.9124  37.4021
O  23.3272  14.1704  28.6657
O  25.4494  6.3756  33.9304
O  21.8256  13.2359  30.5742
O  0.1563  9.2874  30.4159
O  0.1487  7.197  34.9664
O  15.5776  20.847  35.4913
O  13.8844  13.017  35.3991
O  2.1459  20.8472  38.4255
O  16.8855  17.211  34.1434
O  4.2137  7.8892  32.1201
O  4.2165  17.4003  28.5568
O  23.0405  21.9954  37.5675
O  4.4873  11.7509  35.5629
O  13.0705  6.4793  33.4317
O  3.9394  14.8683  29.3518
O  1.9603  16.1692  28.3754
O  11.1164  12.7393  33.8366
O  0  19.0467  27.8156
O  14.6784  10.4428  31.1802
O  16.586  10.106  33.0549
O  27.8938  16.2484  37.5696
O  21.591  18.2528  32.7799
O  1.8147  6.9776  32.3485
O  11.4476  19.0422  33.4422
O  7.3347  15.451  38.6544
O  19.2325  6.8285  27.9042
O  12.8676  19.1512  31.1787
O  15.1668  15.6898  32.7389
O  24.0303  11.948  30.107
O  17.5978  13.8377  36.5973
O  7.4748  15.9035  34.8969
O  10.0109  18.276  38.5328
O  25.6077  10.9066  36.6408
O  1.9142  20.7314  28.6444
O  16.7057  13.1434  30.433
O  26.4782  18.1907  38.5523
O  21.2818  20.4788  34.005
O  11.571  8.6001  33.5236
O  4.572  19.8253  34.4409
O  20.8036  10.8093  30.4604
O  18.7396  10.6374  27.5202
O  -0.1972  21.0846  34.1452
O  29.7855  10.7745  27.59
O  2.439  7.442  36.2112
O  14.8153  8.157  32.3329
O  19.1249  18.8637  33.8068
O  8.5778  22.0623  30.9802
O  2.258  15.2308  38.4113
O  14.9323  7.7556  34.8713
O  7.0701  20.2156  28.4928
O  19.409  7.4697  34.9096
O  16.6424  8.5807  27.5539
O  28.9445  7.4692  32.6402
O  8.1672  19.9174  37.6282
O  23.7341  9.8995  38.7642
O  5.5637  8.1518  27.5673
O  9.2708  15.7938  30.3601
O  5.5042  13.4544  30.8451
O  21.5794  11.779  34.1099
O  29.5273  8.7769  34.822
O  7.7849  9.7013  27.9964
O  13.3434  21.5567  30.2113
O  9.3306  20.4372  32.9419
O  24.1267  14.3163  31.2247
O  2.7517  9.901  31.1072
O  23.7321  15.3809  38.4478
O  17.8095  21.822  34.4009
O  21.9485  13.5923  35.947
O  19.8972  22.2504  32.775
O  8.7519  22.1655  36.3576
O  10.549  13.8491  31.5224
O  17.7981  17.8652  31.789
O  7.7613  9.8097  38.5561
O  24.1081  18.6841  31.8297
O  23.0256  13.9376  33.5992
O  27.1267  16.3006  35.0373
O  29.8845  13.3857  35.3186
O  29.6976  15.9605  35.6852
O  27.3891  7.9983  30.5919
O  3.8708  21.7109  32.9235
O  6.3726  14.3737  28.4916
O  29.1471  20.808  36.0498
O  21.0884  18.1588  35.3436
O  2.217  9.9786  35.5644
O  10.6373  6.4195  32.3736
O  10.5593  7.86  27.5334
O  14.7376  7.1727  28.7954
O  17.5328  14.7301  33.7339
O  17.8633  11.7581  34.8841
O  10.0993  15.9146  35.4642
O  -0.5717  12.671  33.2093
O  10.6848  17.7712  31.2572
O  6.7593  18.8634  33.3589
O  27.3336  12.7333  35.7838
O  12.8215  10.1221  38.5127
O  23.3296  16.3444  32.7439
O  24.5185  16.2963  27.7354
O  10.8997  22.7724  34.9411
O  6.9579  20.6248  35.3482
O  12.0901  7.3845  29.58
O  29.4065  11.0177  36.193
O  20.0523  10.0374  32.8384
O  12.3943  11.9186  31.7541
O  28.5457  18.2828  36.0663
O  21.5617  8.2195  27.597
O  22.074  21.2273  31.5388
O  10.2561  20.2428  35.4217
O  6.0813  14.345  33.3002
O  20.0102  18.9578  37.6161
O  19.1419  8.5556  37.3919
O  9.2743  15.6973  32.9951
O  29.8337  5.5912  27.858
O  13.8191  22.5553  36.6042
O  30.2794  17.2459  33.0742
O  3.014  16.8761  30.797
O  4.5531  12.452  28.5897
O  2.0286  19.9272  33.7733
O  19.2788  13.0561  30.5749
O  26.725  8.641  33.069
O  12.6322  8.5643  35.894
O  22.4834  19.5487  37.0147
O  22.3875  17.3346  30.4682
O  4.7187  15.5676  35.0874
O  6.2616  19.808  30.9805
O  0.7299  20.9741  31.6844
O  4.3371  10.2824  33.2727
O  4.4815  20.4547  29.112
O  13.635  16.0063  30.6491
O  14.5664  17.3535  28.5619
O  25.2843  8.7167  35.1818
O  27.9182  20.2126  28.7187
O  15.4787  10.9504  35.2455
O  29.9609  12.3302  31.6349
O  5.2407  16.914  37.9032
O  -0.1842  10.8582  35.1066
O  6.6114  11.9002  32.6064
O  27.9802  6.6848  35.0659

Results
total energy: -218734.339 eV
total energy less fixed offsets of O -438.35, Si -107.03 eV per atom: -15.619 eV

Forces (eV/angstrom), in the order of the atoms: element, x, y, z
Si  -0.1489  0.149  0.7588
Si  -0.1311  0.0404  0.7269
Si  0.2032  -0.3106  0.7603
Si  0.0854  -0.1811  0.7325
Si  -0.1427  0.2037  0.7196
Si  0.0201  -0.2213  0.7395
Si  0.1982  -0.1263  0.7825
Si  -0.0523  0.0059  0.4767
Si  -0.1232  0.0707  0.7416
Si  0.1696  0.0361  0.8343
Si  -0.0097  0.2145  0.7467
Si  -0.1461  0.1733  0.7588
Si  0.2017  -0.0312  0.6924
Si  0.0963  -0.2316  0.7277
Si  -0.0193  0.164  0.7653
Si  -0.2175  0.1401  0.7484
Si  0.1433  -0.1925  0.8405
Si  -0.2468  0.0418  0.7724
Si  -0.0539  0.2209  0.7641
Si  -0.1097  0.2632  0.7621
Si  0.1723  -0.25  0.7197
Si  -0.3027  -0.1192  0.6676
Si  0.2591  -0.2053  0.7982
Si  0.195  -0.0873  0.7553
Si  0.0585  -0.2578  0.7131
Si  0.2246  -0.1677  0.7247
Si  -0.2865  0.3749  0.7435
Si  0.2442  -0.1711  0.7597
Si  -0.0088  0.2008  0.7074
Si  -0.21  0.052  0.7314
Si  -0.2379  0.3099  0.6591
Si  0.412  -0.3319  0.6015
Si  -0.1472  0.0132  0.6482
Si  -0.0877  0.1959  0.7238
Si  0.1857  -0.1397  0.7456
Si  0.2772  -0.2656  0.631
Si  -0.0101  -0.0287  -0.064
Si  0.0059  0.0305  -0.0393
Si  0.0052  0.0152  -0.0346
Si  -0.0249  -0.04  -0.0412
Si  -0.0155  0.0136  -0.0422
Si  0.0032  0.0231  -0.0575
Si  -0.0359  -0.0159  -0.0524
Si  0.0081  0.0438  -0.0348
Si  -0.0059  -0.0142  -0.0141
Si  0.0429  0.0314  -0.0752
Si  0.0336  -0.0154  -0.0593
Si  0.0504  -0.06  -0.0194
Si  0.0102  -0.0117  -0.0372
Si  0.0278  0.0421  -0.0499
Si  0.0283  0.0047  -0.0572
Si  0.0032  0.0391  -0.0358
Si  0.024  0.014  -0.0452
Si  -0.0122  -0.0256  -0.0212
Si  -0.0195  -0.0253  -0.0772
Si  0.0001  -0.0604  -0.0464
Si  0.016  0.0185  -0.0497
Si  0.0842  0.0428  -0.0158
Si  -0.0242  -0.0246  -0.0615
Si  0.0002  0.0005  -0.0181
Si  -0.0286  0.0072  -0.0486
Si  -0.0481  -0.0512  -0.0284
Si  -0.0617  -0.0042  -0.0704
Si  -0.0387  -0.0182  -0.0643
Si  -0.0121  -0.0258  -0.0031
Si  -0.0122  -0.0022  -0.0428
Si  0.0103  -0.0093  -0.0264
Si  -0.0287  -0.0143  -0.0322
Si  0.0358  0.0656  -0.0132
Si  0.0424  0.0188  -0.0367
Si  -0.0288  0.0019  -0.0507
Si  0.0131  0.0269  -0.0332
Si  0.002  0.0284  0.0119
Si  0.0147  0.0045  -0.0067
Si  0.0084  -0.0038  0.0222
Si  -0.0053  0.0016  0.0252
Si  0.0313  0.0006  0.0082
Si  0.017  0.0328  0.0525
Si  -0.0046  -0.0121  0.0648
Si  0.0195  -0.0073  0.0399
Si  0.0077  0.0275  0.0441
Si  -0.0282  -0.0385  0.0437
Si  0.0005  -0.0031  -0.0026
Si  -0.0096  0.0082  0.0265
Si  0.0252  -0.0396  0.0216
Si  -0.0183  -0.001  0.0364
Si  -0.0213  -0.0022  -0.0105
Si  0.0039  0.0153  0.0039
Si  -0.0319  -0.0224  -0.0098
Si  -0.0236  0.0356  -0.0205
Si  0.0169  -0.0004  -0.014
Si  0.0301  0.0005  -0.0044
Si  -0.0144  0.0012  0.0165
Si  -0.0439  0.0162  0.0407
Si  0.0347  -0.0312  0.02
Si  0.0083  0.0027  0.0043
Si  -0.0244  0.0374  0.0404
Si  -0.0234  0.0407  0.0484
Si  0.0346  -0.0426  0.0502
Si  0.0384  0.0004  0.0162
Si  0.0009  0.0065  -0.0155
Si  0.0097  0.0004  0.01
Si  0.0408  -0.0052  0.0176
Si  0.0437  -0.0369  0.0367
Si  -0.0305  0.0156  0.0216
Si  0.0005  -0.0062  -0.0176
Si  0.0011  -0.0119  0.0517
Si  -0.0546  -0.0462  0.0361
Si  0.0008  0.0004  -0.013
Si  -0.0042  -0.0284  -0.0036
Si  0.0008  -0.0022  -0.0122
Si  -0.0131  -0.0111  -0.0094
Si  0.0144  0.0082  -0.0072
Si  0.0007  -0.0162  -0.0415
Si  0.002  -0.0037  -0.0139
Si  -0.0286  -0.0005  -0.0322
Si  -0.0046  -0.003  0.0008
Si  0.0405  -0.0019  -0.0451
Si  -0.0107  -0.0379  -0.0112
Si  -0.0115  0.0378  0.0087
Si  0.0254  0.0141  -0.0111
Si  -0.0108  0.0186  -0.0337
Si  0.0196  -0.0009  0.0101
Si  0.0056  0.0235  -0.0098
Si  -0.0031  0.0069  -0.0512
Si  -0.0038  -0.0064  0.001
Si  -0.0058  -0.0197  -0.0053
Si  -0.0054  0.0154  -0.0051
Si  -0.0079  -0.0081  -0.0099
Si  -0.0139  -0.0259  0.0039
Si  0.0092  -0.0092  -0.0157
Si  0.0154  -0.008  -0.0043
Si  0.0041  -0.0163  -0.0364
Si  -0.0139  -0.0066  -0.0324
Si  0.0016  0.0086  -0.0132
Si  -0.0211  0.0207  -0.0154
Si  0.0174  -0.0078  -0.0002
Si  0.0042  -0.0093  -0.0095
Si  0.0046  0.0223  0.0062
Si  -0.0154  0.0295  -0.0177
Si  -0.0128  -0.0197  -0.0006
Si  0.0213  -0.0044  -0.0069
Si  -0.0117  0.0028  -0.0299
Si  -0.003  0.0054  -0.027
Si  0.0186  -0.0086  0.0116
Si  0.0123  -0.0093  0.0082
Si  0.0026  -0.0254  0.0133
Si  -0.004  -0.0188  0.0024
Si  -0.0194  0.0011  0.0156
Si  0.0062  -0.0041  0.0054
Si  -0.03  0.0001  0.0025
Si  0.0034  0.0125  0.0103
Si  -0.0179  -0.013  -0.0039
Si  0.014  0.0051  0.0238
Si  -0.0006  0.0134  -0.0099
Si  0.0016  -0.0133  0.0224
Si  0.0071  -0.0019  0.0072
Si  -0.0026  0.0035  0.0177
Si  0.0129  0.0042  0.006
Si  -0.0141  -0.0004  0.0157
Si  0.0054  0.0019  0.0045
Si  0.0082  -0.0013  -0.0112
Si  0.0244  -0.007  0.0172
Si  0.0016  -0.0043  0.0045
Si  0.0013  -0.0148  0.0139
Si  -0.01  0.0039  -0.0048
Si  -0.0113  0.0059  -0.0079
Si  -0.0089  0.0017  -0.0168
Si  0.0021  0.0128  0.0029
Si  0.0089  -0.0049  -0.0018
Si  0.0162  -0.0031  0.0169
Si  -0.0258  0.0107  0.0063
Si  -0.0083  0.0157  0.0157
Si  -0.0009  0.0107  0.0098
Si  0.0047  0.0141  -0.0049
Si  0.0005  0.0085  0
Si  0.0013  0.0121  0.0127
Si  -0.0059  -0.0099  0.0036
Si  -0.0023  0.0139  0.011
Si  0.0096  -0.0121  -0.0073
Si  0.0071  0.0333  0.0067
Si  0.0091  0.028  0.024
Si  0.0245  0.0298  0.0037
Si  -0.0019  0.0114  0.0174
Si  0.0207  0.0284  0.0387
Si  0.0052  -0.0012  0.0055
Si  0.0446  -0.0234  0.0164
Si  0.0014  -0.0178  -0.0026
Si  -0.0229  -0.0134  -0.0154
Si  0.0212  -0.0236  0.0136
Si  -0.0018  -0.0143  -0.0022
Si  -0.0115  0.0386  0.0061
Si  -0.0198  -0.0082  0.0158
Si  -0.0136  0.0152  0.0464
Si  -0.0173  0.0032  0.0074
Si  0.0196  -0.0057  0.0104
Si  -0.0046  0.0236  0.0076
Si  -0.0356  -0.0118  0.0097
Si  -0.0321  -0.0089  0.0436
Si  -0.0041  -0.0256  0.0078
Si  0.0189  0.0361  -0.0161
Si  -0.0093  -0.0249  0.0228
Si  0.0305  0.0006  0.0076
Si  0.006  -0.0071  -0.0132
Si  -0.0125  -0.0168  0.0105
Si  -0.0338  0.0198  0.0226
Si  -0.0176  0.0105  0.0441
Si  0.0193  -0.002  0.0004
Si  -0.0272  0.0133  0.0046
Si  -0.0125  -0.0154  0.01
Si  -0.0111  -0.0177  -0.0045
Si  -0.0305  0.0095  0.0508
Si  0.0307  -0.0194  0.0196
Si  -0.0015  0.0149  -0.0077
Si  -0.0057  0.0062  0.0076
Si  0.0088  -0.037  0.0103
Si  0.0048  -0.0048  -0.0287
Si  -0.0006  -0.0293  -0.0405
Si  -0.0272  -0.0187  0.0182
Si  0.0374  0.002  -0.0423
Si  0.0185  -0.0008  0.0093
Si  -0.0173  -0.0117  -0.0129
Si  -0.0274  -0.0088  -0.0397
Si  -0.0335  0.0387  -0.0197
Si  -0.0296  0.0039  -0.0386
Si  -0.0169  0.0092  -0.0231
Si  0.0045  0.0073  0.0109
Si  0.009  -0.0131  -0.0288
Si  -0.0107  -0.0021  0.0245
Si  0.0471  0.0002  -0.0144
Si  0.0096  -0.0098  -0.0154
Si  -0.0396  -0.014  -0.0358
Si  0.0022  -0.0158  -0.0155
Si  0.0373  0.022  -0.0125
Si  0.0063  -0.0157  -0.0579
Si  0.0044  0.0037  0.0371
Si  -0.0466  -0.0232  -0.0131
Si  0.0329  0.0286  -0.0646
Si  0.0254  0.0025  -0.0695
Si  -0.0277  0.0217  -0.0244
Si  0.013  -0.0229  0.0014
Si  -0.0185  -0.0123  -0.0046
Si  -0.0189  0.0207  -0.0085
Si  0.0097  -0.0287  0.012
Si  -0.0125  -0.0141  0.0204
Si  0.0232  0.0054  -0.0122
Si  0.0271  0.0243  0.0269
Si  0.0119  0.0035  -0.0059
Si  -0.0226  -0.0067  -0.0074
Si  -0.0001  0.0038  -0.0162
Si  0.0079  0.0301  -0.0523
Si  -0.014  -0.0158  0.0037
Si  0.0457  0.062  0.0915
Si  0.0182  0.0118  -0.0213
Si  -0.0159  0.0299  0.0304
Si  -0.0063  -0.0352  0.0046
Si  0.0244  -0.0092  0.0006
Si  -0.0427  -0.0239  0.0847
Si  0.0063  -0.0166  -0.0169
Si  0.0469  -0.0441  0.0604
Si  0.0101  -0.0485  0.0034
Si  -0.0121  0.0185  0.0222
Si  -0.0058  0.0086  0.07
Si  0.0272  -0.0119  0.0471
Si  -0.0347  0.0204  0.0252
Si  0.008  -0.0231  0.0266
Si  0.0366  0.0013  0.0514
Si  -0.0584  -0.0717  0.0026
Si  -0.0352  -0.0129  0.0222
Si  -0.0158  -0.0279  0.0333
Si  0.038  -0.014  0.0691
Si  -0.0249  -0.0178  0.0651
Si  -0.0105  -0.0046  0.0385
Si  -0.0097  -0.0093  0.011
Si  -0.0071  0.0015  0.0357
Si  0.0013  0.0052  0.092
Si  0.0841  -0.0745  0.0396
Si  0.0132  0.0849  0.0183
Si  0.0102  0.0372  0.0564
Si  -0.0045  -0.031  0.0315
Si  0.0297  -0.0015  0.077
Si  -0.0344  -0.0112  0.0422
Si  -0.0155  -0.0154  0.0176
Si  0.0035  0.0316  0.0162
Si  -0.0166  -0.0212  0.0333
Si  0.0071  0.0421  0.036
Si  0.0249  -0.0339  0.0224
Si  -0.0065  -0.0244  0.0447
Si  -0.0407  -0.0586  -0.782
Si  -0.4366  -0.3288  -0.5866
Si  0.0666  0.1746  -0.708
Si  0.1166  -0.0364  -0.6178
Si  -0.177  0.086  -0.674
Si  0.0882  0.195  -0.7826
Si  -0.1286  -0.1775  -0.7119
Si  0.3152  0.1943  -0.6889
Si  0.3289  0.4436  -0.6099
Si  -0.0426  -0.2155  -0.5417
Si  -0.071  0.1808  -0.6342
Si  -0.2284  -0.1412  -0.7535
Si  0.0441  0.0834  -0.751
Si  -0.0911  -0.1674  -0.839
Si  -0.1582  -0.1886  -0.6266
Si  -0.1494  -0.2601  -0.6333
Si  -0.232  -0.322  -0.7283
Si  0.083  0.2991  -0.7696
Si  -0.3855  -0.0768  -0.7854
Si  0.0109  0.1346  -0.763
Si  0.0746  0.1784  -0.8075
Si  0.1787  -0.182  -0.6534
Si  -0.0343  -0.0163  -0.5032
Si  0.0347  0.0595  -0.7066
Si  -0.2914  -0.1094  -0.7373
Si  0.133  0.0851  -0.7421
Si  -0.2537  -0.3147  -0.7309
Si  0.1813  0.1672  -0.8266
Si  0.1642  0.1002  -0.8028
Si  -0.0061  0.0318  -0.7189
Si  0.1536  0.0959  -0.7531
Si  -0.1658  -0.0991  -0.7823
Si  -0.0622  -0.2012  -0.7098
Si  0.2271  -0.0425  -0.6532
Si  -0.0982  -0.1795  -0.7576
Si  0.2032  0.2525  -0.7677
Si  0.0969  0.041  0.0222
Si  0.0202  -0.0451  -0.0924
Si  0.0363  -0.0267  -0.0988
Si  -0.1156  0.0146  0.0688
Si  0.0128  0.0422  0.0128
Si  -0.0067  0.1508  -0.2075
Si  0.0842  -0.0434  -0.0163
Si  0.0635  -0.0022  0.0563
Si  0.0676  -0.0746  -0.112
Si  -0.0249  0.0816  0.1585
Si  0.183  -0.0299  -0.1769
Si  -0.0856  0.0193  -0.0167
Si  0.0202  -0.0609  -0.0999
Si  -0.0673  -0.0412  -0.0674
Si  -0.0913  -0.1186  0.1505
Si  0.0367  0.0354  0.0344
Si  0.1009  -0.025  0.1094
Si  0.01  0.1509  -0.0488
Si  -0.0182  0.0194  -0.1624
Si  0.0403  -0.0921  0.0594
Si  -0.0139  -0.0045  -0.0822
Si  0.2482  0.0899  -0.2413
Si  0.0567  0.0236  -0.0691
Si  -0.082  0.0221  0.1126
Si  0.0006  0.0646  0.0748
Si  0.0898  -0.0218  0.0586
Si  0.0649  -0.0924  -0.011
Si  0.0539  0.0063  -0.0728
Si  0.0799  -0.0324  0.0729
Si  -0.0638  -0.0827  -0.1416
Si  0.0255  0.0632  -0.0642
Si  0.0152  0.0094  0.1451
Si  -0.0181  0.12  0.0026
Si  0.068  0.0414  -0.0253
Si  0.0329  0.0429  0.0254
Si  0.0085  -0.0689  0.0312
Si  0.0868  0.1304  0.0026
Si  -0.0424  0.0581  -0.2109
Si  0.0515  -0.0298  0.0978
Si  -0.0683  0.0361  -0.074
Si  0.0072  -0.0142  -0.0319
Si  0.0624  -0.0775  0.0812
Si  -0.0228  0.0482  -0.1065
Si  -0.0228  0.0517  -0.0717
Si  0.0366  0.0141  0.1309
Si  -0.09  -0.0449  0.1931
Si  -0.0943  0.1123  -0.085
Si  -0.1272  0.0519  0.0318
Si  0.0544  0.0486  -0.1353
Si  -0.0166  -0.0191  -0.1302
Si  -0.0272  -0.1101  -0.0803
Si  0.0644  -0.0549  0.0174
Si  -0.078  0.0376  0.0115
Si  0.0744  -0.1264  0.0737
Si  -0.0628  0.0482  -0.065
Si  0.037  -0.0027  -0.1195
Si  0.0141  -0.1187  -0.1091
Si  0.0167  0.1907  -0.0717
Si  0.061  -0.0813  0.0356
Si  0.0629  -0.0537  0.0277
Si  -0.0778  0.1583  -0.1934
Si  0.0138  -0.0172  -0.0304
Si  -0.0051  0.0475  0.1372
Si  -0.1026  -0.0658  -0.1087
Si  -0.0237  0.0216  -0.0307
Si  0.0963  -0.0104  -0.2033
Si  -0.0539  -0.102  -0.0781
Si  -0.0798  0.0188  0.0146
Si  0.2041  0.0316  -0.1851
Si  -0.1051  -0.0857  0.1357
Si  0.0035  0.0083  0.1014
Si  -0.0611  -0.0095  -0.007
Si  -0.0373  -0.0857  -0.0698
Si  -0.0032  -0.0208  0.0357
Si  0.023  0.024  -0.0689
Si  0.0226  -0.0847  0.0849
Si  0.011  0.079  0.0124
Si  0.0534  0.0901  -0.0946
Si  0.0287  -0.0666  0.059
Si  -0.0872  0.0372  0.1688
Si  0.0219  0.0471  -0.0861
Si  -0.0231  -0.0706  -0.1074
Si  -0.0392  -0.0482  -0.031
Si  -0.1097  0.042  0.0105
Si  0.1296  0.0139  -0.1534
Si  0.1415  -0.0053  0.2281
Si  -0.0594  0.0383  0.1163
Si  0.035  -0.0196  0.0113
Si  0.027  0.0706  -0.0833
Si  0.1308  -0.0029  -0.2004
Si  0.0087  0.0229  0.1056
Si  -0.0863  -0.0142  0.0301
Si  0.0712  0.0618  0.0739
Si  0.0039  -0.0445  0.1008
Si  0.0628  -0.0323  0.1629
Si  -0.0011  -0.0226  0.0539
Si  0.0068  -0.0869  0.0253
Si  -0.0113  0.056  0.0872
Si  0.0349  0.0197  -0.0335
Si  -0.0316  0.0101  0.0963
Si  -0.0654  0.0288  0.0487
Si  0.0573  -0.0031  0.0169
Si  0.1058  0.1069  -0.0051
Si  0.0826  -0.0471  0.1456
Si  0.0421  -0.0341  0.0196
Si  0.038  -0.0393  0.1477
Si  -0.0312  -0.0109  0.1634
Si  -0.0021  0.0704  -0.121
Si  -0.0038  -0.0003  -0.0055
Si  -0.0018  0.0168  0.0013
Si  0.0201  0.0045  -0.0089
Si  -0.0182  0.0027  0.006
Si  -0.0054  0.0045  -0.0152
Si  0.0015  0.0143  -0.0024
Si  0.0027  0  0.0012
Si  0.0102  -0.0041  0.0141
Si  -0.0021  -0.005  -0.0021
Si  -0.0177  0.0004  -0.0009
Si  -0.0073  -0.0043  -0.0138
Si  0.0066  -0.0174  -0.0057
Si  -0.007  -0.0001  -0.0033
Si  0.0033  -0.01  -0.0124
Si  -0.0094  0.0029  -0.0112
Si  -0.0033  0.0086  -0.0186
Si  -0.0021  -0.0043  -0.0175
Si  -0.0111  -0.008  -0.0041
Si  -0.0134  0.0072  -0.023
Si  0.0138  0.0203  -0.0173
Si  0.001  -0.0128  -0.0138
Si  0.0011  -0.0175  -0.0061
Si  -0.0085  0.0247  -0.0099
Si  -0.0027  0.0112  0.011
Si  -0.0147  -0.0063  -0.0113
Si  -0.0024  0.0148  -0.0025
Si  0.0161  -0.0006  -0.0057
Si  0.011  -0.0018  -0.0028
Si  -0.0004  -0.0055  -0.0018
Si  -0.009  -0.0082  -0.0065
Si  0.0077  -0.0179  -0.0191
Si  0.0049  -0.0002  -0.0088
Si  0.0105  -0.0063  0.0056
Si  -0.0231  -0.0117  -0.0062
Si  0.0113  0.0023  -0.0082
Si  -0.0078  0.0129  0.0015
Si  0.0192  0.008  -0.0061
Si  -0.0027  0.0027  -0.0039
Si  -0.0051  0.0122  0.0031
Si  -0.0031  -0.0016  -0.0077
Si  -0.0036  -0.0014  0.0049
Si  0.0077  0.0089  -0.0015
Si  -0.0004  0.0006  -0.0126
Si  -0.0054  -0.0137  -0.0049
Si  0.0038  0.0036  -0.0105
Si  -0.0152  0.0035  -0.0018
Si  0.0198  -0.0079  -0.0118
Si  0.0089  0.0051  -0.0025
Si  -0.0129  0.0032  -0.0041
Si  -0.003  0.006  0.0028
Si  0.0144  -0.0119  0.0011
Si  0.0194  -0.012  0.0087
Si  -0.0066  0.0061  -0.0024
Si  0.0037  -0.0041  -0.0034
Si  0.0001  0.007  -0.0044
Si  0.0019  0.0099  0.009
Si  -0.0018  -0.0012  -0.0077
Si  0.0066  0.0004  -0.0027
Si  0.0016  0.0047  -0.0015
Si  -0.0115  -0.0078  0.0078
Si  -0.0078  0.0037  -0.0061
Si  -0.0007  0.0092  -0.0082
Si  -0.0066  0.0077  -0.006
Si  -0.0006  -0.0157  0.0013
Si  0.0067  0.0032  -0.0096
Si  0.0195  -0.0032  0.0002
Si  -0.0098  0.0005  0.0028
Si  0.0009  -0.0063  0.0008
Si  0.0032  -0.0129  -0.0028
Si  0.0062  0.0083  -0.0049
Si  -0.0206  0.0135  0.0004
Si  -0.0104  -0.0086  -0.0001
Si  -0.003  -0.0103  0.0063
Si  0.0183  0.0137  0.0086
Si  -0.0107  -0.0262  -0.0026
Si  0.0038  -0.0034  -0.0005
Si  0.011  0.0095  0.0097
Si  0.0021  -0.0072  0.0027
Si  -0.0096  -0.0106  -0.0007
Si  -0.0053  -0.0029  -0.0052
Si  0.0169  0.0123  0.0018
Si  -0.0032  -0.0018  0.0079
Si  -0.0094  0.0044  0.0004
Si  -0.0019  0.0069  0.0075
Si  0.006  0.015  0.0059
Si  -0.0044  0.0085  0.0054
Si  -0.0028  -0.0024  -0.0031
Si  0.002  0.0033  -0.0061
Si  -0.0149  -0.0103  0.0092
Si  0.0067  0.0055  0.005
Si  0.0077  0.0048  0.01
Si  -0.0079  -0.0008  0.0097
Si  -0.0202  -0.0179  0.0047
Si  -0.0166  -0.0175  -0.0037
Si  0.0108  0.006  -0.0059
Si  0.016  -0.0066  0.0009
Si  -0.0023  -0.0036  -0.0033
Si  0.003  -0.004  0.0014
Si  -0.001  0.0059  0.002
Si  0.0033  0.0105  -0.0018
Si  0.0013  0.0073  0.0075
Si  -0.0022  0.0054  -0.0104
Si  -0.003  0.0045  -0.0035
Si  -0.0076  0.0132  -0.0018
Si  0.0061  0.0087  0.0106
Si  -0.0031  -0.0124  0.0021
Si  0.0031  0  0.0029
Si  -0.0039  -0.0076  0.0041
Si  -0.006  0.0047  0.0068
Si  0.0073  0.0001  0.0009
Si  -0.0031  0.0103  0.0066
Si  0.0035  0.0046  0.0008
Si  -0.0035  0.0041  0.0007
Si  -0.0021  0.0044  0.0055
Si  0.0113  -0.0023  0.0013
Si  -0.0035  0.0062  -0.0032
Si  -0.0035  -0.0081  0.0048
Si  0.0004  -0.0052  0.0037
Si  0.0051  -0.0092  0.0032
Si  0.0102  0.0023  -0.0015
Si  -0.0077  -0.0012  -0.0051
Si  -0.0021  -0.0051  0.0043
Si  -0.012  0.0048  0.0037
Si  0.0011  0.0013  0.0054
Si  0.001  0.0059  0.0042
Si  -0.0016  -0.0029  -0.0013
Si  -0.0033  0.0005  0.0035
Si  0.0011  0.0024  0.0105
Si  0.0179  -0.0093  0.0106
Si  0.0117  0.002  0.0017
Si  -0.0029  0.0036  0.0003
Si  -0.0139  0.0065  0.0018
Si  -0.0114  0.0133  0.0071
Si  0.004  0.0005  0.0014
Si  -0.0007  0.0036  0
Si  -0.0004  -0.0089  -0.0006
Si  0.0063  -0.0036  0.0026
Si  0.0035  -0.0166  0.0069
Si  -0.0006  0.0002  0.0048
Si  0.0026  -0.0036  0.0007
Si  0.0014  -0.0055  -0.0001
Si  -0.0026  -0.003  0.0088
Si  0.0021  0.0022  0.0059
Si  -0.013  0.0076  0.0059
Si  0.0044  -0.0025  0.0013
Si  0.0052  0.0022  0.0017
Si  -0.0032  -0.003  0.0004
Si  0.0043  0.0034  -0.0006
Si  0.0002  -0.0018  -0.0037
Si  0.0051  0.0123  0.0013
Si  -0.0076  -0.0059  0.0046
Si  0.0007  -0.0018  0.0015
Si  0.0048  0.0098  0.0048
Si  -0.0047  0.001  0.0061
Si  0.0048  -0.0007  0.0061
Si  0.0015  -0.0066  0.0053
Si  0.0017  0.0019  0.0037
Si  0.0035  0.0044  0.0076
Si  0.0033  -0.0039  -0.0024
Si  -0.0026  -0.001  -0.0055
Si  -0.0147  -0.0065  -0.0007
Si  0.0035  0.0023  -0.0022
Si  0.0075  0.0034  0.0017
Si  0.0109  0.0076  0.0028
Si  -0.0089  -0.0037  0.0047
Si  -0.0058  -0.0059  -0.0003
Si  -0.0019  -0.0042  -0.0013
Si  -0.0022  -0.003  -0.0003
Si  -0.0028  -0.001  -0.0064
Si  -0.0032  0.0004  -0.0026
Si  -0.0012  0.0015  0.0024
Si  -0.0004  0.0045  0.0069
Si  0.0006  0.0009  -0.0019
Si  0.0086  0.0121  0.0001
Si  0.0072  -0.0029  0.0025
Si  -0.0031  -0.0046  0.0037
Si  -0.004  0.0033  -0.001
Si  -0.0023  -0.0003  0.0016
Si  -0.0054  -0.0069  0.0024
Si  -0.0068  -0.0052  -0.0026
Si  0.0018  0.0014  0.001
Si  0.0028  -0.0026  -0.0006
Si  0.0084  -0.0002  -0.0012
Si  -0.0012  -0.0003  0.0003
Si  0.0007  -0.0065  0.0008
Si  0.0066  -0.0041  0.0034
Si  0.0019  0.0025  0.0004
Si  -0.0085  0.0057  -0.001
Si  0.0031  -0.0045  0.0008
Si  0.0055  -0.0018  0.0002
Si  -0.0044  0.0042  0.0003
Si  -0.0064  0.003  -0.0037
Si  -0.0044  -0.0015  -0.0037
Si  0.0076  0.0001  0.0049
Si  -0.001  0.005  0.0045
Si  0.0042  0.0048  0.0014
Si  0.0022  0.0005  -0.0017
Si  -0.0046  -0.0015  -0.0004
Si  -0.002  0.0004  0.004
Si  -0.007  -0.0016  0.0012
Si  0.0068  0.0012  0.0027
Si  0.0011  -0.0031  -0.0008
Si  -0.0019  -0.0029  0.0009
Si  0.0023  -0.0042  0.0027
Si  -0.0025  -0.001  0.0031
Si  0.0016  -0.0055  0.0026
Si  0.0008  -0.0054  -0.002
Si  0.006  0.0017  0.0006
Si  0.0005  0.0007  0.0015
Si  -0.0056  -0.0024  0.0035
Si  -0.0106  0.0036  0.0026
Si  -0.0012  0.0059  -0.0015
Si  -0.0009  0.0069  0.0032
Si  0.0034  -0.0013  0.002
Si  -0.0011  0.0019  -0.0009
Si  -0.0039  0.0033  0.0008
Si  0.0009  -0.0031  -0.0003
Si  -0.0002  0.0007  -0.0005
Si  0.0015  -0.0015  0.0001
Si  0.0074  0.0049  0.0018
Si  0.002  0.0055  -0.0013
Si  0.0038  -0.0034  -0.0015
Si  -0.004  0.002  0.0016
Si  -0.0036  0.0054  0.0032
Si  0.001  0.0008  -0.0006
Si  -0.0042  -0.0038  -0.001
Si  0.0033  -0.0064  -0.0004
Si  0.0032  -0.0047  0.0048
Si  0.0061  -0.0034  0.0028
Si  0  -0.0063  -0.0017
Si  -0.0103  0.0034  -0.0008
Si  -0.0047  -0.0013  -0.0015
Si  -0.0024  -0.0019  0.0011
Si  0.0063  -0.0009  0.0024
Si  0.0017  -0.0015  0.0006
Si  0.0009  0.0044  -0.0016
Si  -0.0012  -0.0001  -0.0043
Si  0.0011  -0.0007  -0.0005
Si  0.0038  0.0001  0.0006
Si  0  0.0012  -0.0034
Si  0.0005  0.0072  -0.002
Si  -0.0015  0.0056  0.0004
Si  -0.0034  0.0047  0.0032
Si  -0.0017  -0.0004  -0.0016
Si  0.0005  -0.003  -0.0027
Si  0.0042  -0.0025  -0.0022
Si  0.0029  -0.0019  -0.0016
Si  -0.0009  0.0001  -0.0011
Si  -0.012  0.0027  0
Si  -0.004  -0.0048  -0.001
Si  0.0041  -0.0022  -0.0006
Si  0.0007  -0.0017  -0.0025
Si  -0.0016  -0.0004  0.0001
Si  0.0083  0.0026  -0.0013
Si  0.0001  0.0002  -0.0004
Si  0.0025  -0.0002  -0.0003
Si  0.0009  -0.0059  0.001
Si  0.0029  0.0015  0.0017
Si  0.0026  0.0003  -0.0012
Si  0.0059  0.0001  -0.0024
Si  0.0017  0.004  -0.0036
Si  -0.0036  -0.0023  -0.0022
Si  0.002  0.0025  -0.0016
Si  -0.0114  -0.006  -0.0056
Si  -0.0081  0.0041  -0.0021
Si  -0.0036  0.0025  -0.0007
Si  0.0073  -0.0011  0.0012
Si  0.008  0.0072  -0.002
Si  -0.0052  -0.0044  -0.0031
Si  -0.0012  -0.0018  -0.0032
Si  -0.0056  -0.0028  -0.0011
Si  0.0106  0.0051  -0.0042
Si  0.0091  0.012  -0.0013
Si  -0.0044  -0.0008  -0.0032
Si  0.0027  -0.0029  -0.0006
Si  -0.0019  -0.0062  -0.0004
Si  -0.0034  -0.0072  -0.0003
Si  -0.0006  -0.0078  0.0002
Si  -0.0077  -0.007  -0.0023
Si  0.0086  0.0053  -0.0021
Si  -0.0019  0.0004  -0.0001
Si  -0.0041  -0.0012  -0.0011
Si  -0.008  -0.0021  0.001
Si  -0.006  0.0026  0.0012
Si  0.006  0.0017  -0.0016
Si  0.0028  0.001  -0.0029
Si  0.0001  0.0038  -0.0049
Si  -0.0032  0.0006  0
Si  0.0059  -0.0055  -0.0069
Si  -0.004  -0.0009  -0.0032
Si  -0.0047  0.0068  -0.0023
Si  0.0106  -0.0042  0.0028
Si  0.0054  -0.0001  0.0059
Si  0.0038  -0.0099  -0.0073
Si  0.0093  -0.0049  -0.0009
Si  -0.0041  0.0008  0.0103
Si  -0.0062  -0.0014  0.002
Si  -0.0091  0.0077  -0.0004
Si  -0.0039  0.0023  -0.0053
Si  0.0026  0.0043  0.0005
Si  0.0089  -0.0094  0.0106
Si  0.009  -0.0078  -0.0032
Si  -0.005  0.0004  0.0041
Si  -0.0034  -0.0005  -0.0066
Si  -0.0017  -0.0016  -0.0038
Si  -0.0046  0.0014  0.0036
Si  0.0068  0.0013  -0.0045
Si  -0.0111  0.0082  -0.0068
Si  -0.002  -0.0054  -0.0071
Si  0.0085  0.0109  0.0007
Si  0.0049  0.0005  -0.0001
Si  -0.0012  -0.0044  -0.0028
Si  0.0028  -0.0002  -0.0012
Si  0.0048  0.0049  -0.0005
Si  -0.0029  0.0067  0.0008
Si  -0.0075  0.0043  -0.003
Si  -0.0014  -0.0064  -0.0001
Si  0.0073  -0.0074  -0.0024
Si  0.0042  -0.0045  -0.0057
Si  0.0041  -0.005  -0.0065
Si  -0.0073  0.0043  -0.0038
Si  -0.0043  0.0084  -0.0024
Si  -0.0045  -0.0044  -0.0041
Si  -0.0018  0.0068  0.0017
Si  0.0121  0.0018  -0.0021
Si  0.0043  0.0022  -0.002
Si  0.007  -0.0017  -0.0056
Si  0.0022  0.0066  -0.0013
Si  0.0045  0.0129  -0.0069
Si  0.0021  -0.0034  -0.0029
Si  -0.0158  0.0034  -0.0108
Si  0.013  0.0001  -0.0071
Si  0.0099  0.0038  0.0037
Si  0.0031  0.0073  -0.0085
Si  -0.0125  -0.0181  -0.0052
Si  -0.0169  -0.0144  -0.0042
Si  0.0024  0.0157  -0.0067
Si  -0.0026  0.0025  -0.0076
Si  0.0072  0.0117  -0.0061
Si  0.001  0.0009  -0.0015
Si  0.0036  -0.0066  -0.0037
Si  0.0056  -0.0012  0.0014
Si  0.0073  -0.0132  -0.004
Si  -0.0049  -0.0022  -0.0011
Si  -0.0063  -0.0035  0.0025
Si  -0.0159  -0.0031  -0.0039
Si  -0.0016  0.0005  -0.0039
Si  -0.0011  -0.0003  -0.0029
Si  -0.008  -0.0048  -0.0015
Si  0.0047  -0.0004  -0.0052
Si  0.0122  0.0037  -0.0029
Si  0.0043  0.0116  -0.008
Si  0.0018  0.009  -0.0051
Si  -0.0023  -0.001  -0.0011
Si  -0.0053  -0.0007  -0.0014
Si  -0.0059  -0.0071  0.0026
Si  -0.0069  -0.0021  -0.0006
Si  -0.0044  -0.0119  -0.0057
Si  0.0055  -0.0071  -0.0002
Si  0.0057  0.0098  0.0025
Si  0.0002  -0.0062  -0.0075
Si  0.005  0.0048  0.0006
Si  -0.0035  0.0133  -0.0016
Si  0.0074  -0.005  -0.0054
Si  0.0198  -0.03  -0.0048
Si  -0.0114  0.002  -0.011
Si  0.0136  -0.0105  0.0061
Si  -0.0067  0.0036  0.0057
Si  -0.0114  0.003  0.0061
Si  -0.0032  -0.0055  -0.0045
Si  -0.0015  0.0061  -0.0078
Si  0.0044  -0.0043  0.0061
Si  -0.009  -0.0054  -0.0051
Si  0.0083  -0.0121  -0.0124
Si  0.0001  -0.012  -0.0061
Si  0.0015  0.0067  0.001
Si  0.0022  0.0091  0.0116
Si  -0.0075  -0.0114  0.0021
Si  -0.0053  0.0155  -0.0121
Si  0.0134  -0.0015  -0.0018
Si  0.0021  0.021  0.0015
Si  0.0078  -0.0044  -0.0059
Si  0.01  -0.0149  0.0012
Si  -0.0264  0.0219  -0.0107
Si  0.0003  -0.0063  -0.0014
Si  -0.0093  0.0051  -0.0063
Si  -0.0066  0.0096  0.002
Si  0.0101  -0.0081  -0.0059
Si  0.0019  -0.0092  0.0015
Si  0.0097  -0.0073  0.0032
Si  -0.0025  -0.0021  -0.0136
Si  0.0032  0.0059  -0.0027
Si  0.0053  0.0038  -0.0007
Si  -0.0087  0.0087  0.0048
Si  -0.0134  0.0144  0.003
Si  0.001  -0.0045  -0.0117
Si  0.0026  0.0008  0.0029
Si  0.0106  0.0049  0.0083
Si  -0.0141  0.0033  -0.0017
Si  0.0156  -0.001  0.0016
Si  0.0082  0.0236  -0.0016
Si  0.0128  0.0011  0.0003
Si  0.006  0.0141  0.0007
Si  -0.0203  0.0007  -0.0097
Si  0.0075  -0.0159  0.0056
Si  0.0007  0.0277  0.0092
Si  -0.0087  -0.0142  0.0052
Si  0.0019  0.0005  0.0049
Si  -0.0008  0.0033  -0.0093
Si  0.0036  0.0118  -0.006
Si  0.0089  0.0102  0.0016
Si  -0.0003  0.0022  -0.0066
Si  -0.0071  -0.0182  0.0076
Si  -0.002  -0.0098  0.0037
Si  0.0141  0.0011  0.0138
Si  -0.0188  -0.0124  0.0016
Si  -0.0081  -0.0061  0.0046
Si  0.0054  -0.0048  -0.0014
Si  -0.0054  0.0007  0.0131
Si  0.0214  -0.0033  -0.0022
Si  -0.0045  -0.0111  0.0053
Si  0.0125  0.0058  -0.0034
Si  -0.0131  0.0051  0.0038
Si  0.0008  0.0042  0.0036
Si  -0.0165  0.0006  -0.0007
Si  0.0025  0.0018  0.0021
Si  0.0035  -0.0036  0.0006
Si  -0.0144  -0.0178  0.0016
Si  -0.0025  -0.001  -0.0003
Si  0.0067  0.0059  -0.001
Si  -0.0018  -0.0153  0.0034
Si  -0.0013  0.004  0.0085
O  0.2752  -0.3018  0.0235
O  -0.2102  0.0539  0.0716
O  0.2846  -0.5578  -0.3041
O  -0.5391  -0.0456  0.5346
O  0.2981  -0.1284  -0.3493
O  0.0256  -0.6611  -0.4397
O  -0.0395  0.24  0.4094
O  0.2635  0.1734  0.0769
O  -0.1383  -0.2227  0.5319
O  -0.013  -0.4515  -0.1
O  0.3434  0.3555  0.2202
O  -0.4515  0.0806  0.1801
O  0.03  -0.3405  0.1984
O  0.1308  0.014  0.0353
O  0.0267  0.0302  -0.0945
O  -0.2525  -0.1177  0.2214
O  -0.4761  0.1951  0.0396
O  -0.2103  0.1411  0.2495
O  -0.3132  0.2496  0.1995
O  0.3501  0.0155  -0.091
O  -0.1314  -0.0442  -0.2323
O  0.4644  0.3543  0.0208
O  0.793  -0.2673  0.2187
O  -0.1021  -0.2389  -0.2732
O  -0.0379  0.1518  0.3096
O  0.2254  0.3406  -0.0223
O  -0.0003  0.2644  0.3414
O  0.0161  0.4368  0.2427
O  -0.0225  0.4596  0.0898
O  -0.0699  -0.1468  -0.0736
O  -0.2043  0.3234  0.1413
O  -0.066  -0.318  -0.2107
O  -0.708  -0.0773  0.5181
O  0.2031  0.0365  0.1568
O  -0.0343  0.0768  0.3161
O  -0.0839  0.0973  0.247
O  0.0136  -0.1215  0.4876
O  0.1349  0.1894  -0.0276
O  0.1274  -0.0983  0.3676
O  -0.3876  -0.0296  -0.131
O  0.1443  -0.0156  0.3249
O  -0.4911  0.1111  0.4248
O  0.2572  -0.5532  -0.142
O  0.2596  -0.0521  -0.2096
O  0.3659  0.0058  -0.0496
O  -0.6294  -0.0639  -0.3883
O  -0.1279  0.0154  0.3927
O  -0.2196  -0.2674  0.3911
O  -0.0313  0.0116  -0.5449
O  0.4072  -0.2106  -0.2399
O  0.4597  -0.022  -0.1884
O  -0.0538  -0.4056  0.3657
O  -0.4547  0.1957  -0.1888
O  -0.0474  -0.1274  -0.4352
O  0.1695  0.0483  0.1624
O  0.075  -0.0492  0.5461
O  -0.2508  0.6265  0.2632
O  -0.0505  -0.7651  -0.3192
O  -0.1817  -0.1511  0.3184
O  -0.2547  0.1172  0.5859
O  -0.0261  -0.0302  0.4144
O  -0.0963  0.268  -0.1517
O  -0.4836  -0.0574  0.2254
O  -0.2519  0.2519  -0.0841
O  -0.0372  -0.5751  0.1006
O  0.0153  0.039  -0.4705
O  0.5122  -0.4866  -0.3159
O  0.4309  0.3657  0.5216
O  0.3088  0.3943  0.0049
O  -0.176  -0.4952  0.3895
O  0.3704  0.4096  -0.1936
O  -0.2259  0.4455  -0.4431
O  -0.17  -0.2622  -0.1857
O  0.0633  -0.0068  0.1772
O  -0.2886  0.0494  -0.4422
O  -0.045  0.1236  -0.418
O  0.1874  0.1339  -0.4931
O  -0.0066  0.4911  -0.1764
O  0.4685  0.1482  -0.237
O  0.1581  0.4256  -0.292
O  -0.3559  0.103  -0.264
O  0.356  0.0677  0.475
O  -0.0504  0.0066  -0.1488
O  0.2612  0.3494  -0.0256
O  0.2638  0.1267  0.1101
O  0.4169  -0.3393  0.1175
O  -0.4722  0.1296  0.1437
O  -0.0958  -0.1583  0.267
O  -0.1334  0.3501  0.2466
O  0.0883  -0.2891  0.5628
O  0.3701  -0.17  -0.0777
O  0.0279  0.0899  0.1488
O  -0.1264  -0.0489  -0.6645
O  -0.0191  -0.1494  0.511
O  -0.0116  -0.4283  -0.0505
O  -0.3372  0.4553  0.1419
O  0.255  -0.0226  -0.4329
O  -0.2917  -0.0656  -0.3418
O  -0.3644  0.0061  -0.5868
O  -0.0245  -0.6375  0.0525
O  0.1334  -0.3939  -0.0453
O  0.1087  0.4086  -0.2166
O  -0.3895  0.339  -0.0584
O  -0.4028  -0.3565  -0.4698
O  -0.1689  0.0626  -0.1249
O  -0.0056  0.2449  0.459
O  -0.2005  -0.2224  -0.3392
O  0.2884  -0.1709  -0.001
O  0.5716  0.3753  0.0139
O  0.1707  -0.6304  -0.305
O  -0.1657  0.309  -0.4712
O  0.1575  -0.1911  0.3523
O  -0.3666  -0.0793  -0.2419
O  -0.569  0.4989  -0.1134
O  -0.1897  -0.1123  -0.302
O  -0.1711  -0.1096  -0.2285
O  0.1334  0.1962  0.0968
O  0.5006  -0.0126  0.289
O  -0.1573  -0.1486  -0.1162
O  -0.2432  0.2324  0.0473
O  -0.0415  0.0646  0.1833
O  -0.1301  -0.3475  0.0638
O  -0.1462  -0.1881  -0.3521
O  0.1551  -0.036  0.0691
O  0.0992  0.1097  -0.3064
O  -0.3341  0.2561  -0.6452
O  0.2141  0.043  0.4149
O  -0.1367  -0.165  0.4193
O  -0.1224  0.0043  -0.4837
O  0.1152  0.1604  0.3421
O  0.0178  -0.233  0.059
O  -0.1206  -0.353  0.3004
O  0.0496  0.1259  -0.0366
O  -0.0684  0.1416  0.3571
O  0.1708  0.2472  0.072
O  0.3892  -0.2128  0.1387
O  -0.0173  0.3891  -0.4863
O  0.3436  0.1772  -0.3276
O  0.1511  -0.3176  -0.3148
O  -0.0976  -0.2187  -0.2205
O  -0.5245  0.3448  -0.0463
O  -0.4849  0.203  -0.0012
O  -0.2533  0.1953  -0.5672
O  -0.2157  0.1032  -0.2929
O  0.1708  0.5364  -0.2516
O  -0.0161  0.0952  0.4897
O  -0.328  -0.1386  -0.244
O  -0.6331  -0.2365  0.1743
O  0.3335  0.4704  -0.3707
O  0.3304  -0.0752  -0.5949
O  0.5243  -0.1678  -0.2563
O  -0.1414  0.0239  -0.0522
O  0.0008  -0.0163  -0.2586
O  -0.251  0.3728  0.332
O  -0.4724  0.0524  0.3291
O  0.0383  0.4087  -0.4855
O  -0.1178  -0.4919  -0.1095
O  -0.164  -0.2198  -0.0176
O  0.1887  0.0184  -0.5836
O  -0.2743  0.0849  0.5821
O  0.2392  -0.2442  0.0426
O  0.1793  0.2115  0.3295
O  0.2848  0.2138  -0.4469
O  -0.5182  -0.0483  -0.3415
O  -0.0154  -0.3734  -0.181
O  -0.3604  -0.1737  0.002
O  -0.33  0.5284  0.0153
O  0.3634  0.3843  0.1649
O  0.1776  -0.0071  0.4815
O  -0.2375  -0.2564  -0.4637
O  0.2336  0.0011  -0.1711
O  -0.1691  -0.3742  -0.1598
O  -0.0975  0.213  -0.0863
O  0.0288  0.4138  0.5099
O  0.4958  0.1875  0.3429
O  -0.0822  0.087  -0.3101
O  -0.261  0.2032  0.1081
O  0.4605  -0.0866  -0.0843
O  0.1042  0.0621  -0.4577
O  -0.0716  -0.1389  0.4462
O  -0.3142  -0.0646  -0.1676
O  -0.0916  0.2123  0.1333
O  -0.0558  0.0108  -0.3927
O  -0.3932  0.1563  -0.033
O  -0.1126  -0.0875  0.2224
O  -0.1754  -0.2639  0.6972
O  -0.061  -0.052  -0.2228
O  0.3899  -0.0413  0.3327
O  -0.157  0.3678  -0.4633
O  -0.0759  0.2202  0.2833
O  0.0322  -0.2611  -0.2714
O  -0.1247  0.2473  0.2612
O  0.0352  -0.2633  0.7895
O  0.0469  -0.2369  0.4837
O  0.5115  -0.5536  -0.0269
O  -0.2855  0.0616  -0.0342
O  0.0791  0.3795  0.3229
O  -0.176  -0.0566  0.0832
O  -0.0244  0.2749  -0.365
O  0.6321  0.4969  -0.1344
O  0.4356  -0.2526  0.2139
O  0.1798  -0.2997  0.168
O  0.0364  -0.0625  0.4828
O  0.2277  -0.4507  -0.4385
O  0.1315  -0.079  -0.2497
O  0.1308  -0.1664  -0.4028
O  0.073  -0.1301  0.5879
O  0.1521  -0.5044  -0.4225
O  -0.1884  -0.1377  0.2632
O  0.1204  0.048  -0.3806
O  0.3601  0.3509  -0.3894
O  -0.0804  0.105  0.0294
O  0.5447  -0.1393  0.4187
O  -0.6876  -0.1242  0.2949
O  0.6882  0.2863  -0.1325
O  -0.0157  -0.1022  -0.1096
O  0.0778  0.0339  -0.4325
O  0.3719  -0.256  0.6629
O  0.5539  0.4518  0.1792
O  -0.245  0.1327  -0.3084
O  -0.3286  0.6388  -0.3489
O  0.1444  -0.0321  -0.6252
O  -0.3819  0.1964  -0.4758
O  -0.1357  0.1169  -0.2578
O  -0.008  0.4088  -0.201
O  0.1913  -0.2808  0.0213
O  -0.3855  0.1226  0.1997
O  0.4641  -0.0182  -0.5821
O  0.2902  0.1931  -0.3209
O  0.0041  -0.4346  0.1149
O  0.2824  0.1197  0.3851
O  0.1113  -0.0415  0.1944
O  0.2205  0.2588  -0.0105
O  0.2336  -0.4747  -0.0807
O  0.284  0.1567  -0.7452
O  -0.0122  0.3398  -0.4257
O  0.13  0.1074  -0.6611
O  0.0604  0.0704  0.5827
O  -0.1408  -0.7271  -0.1582
O  0.3326  0.3483  -0.5562
O  -0.0981  -0.2029  0.0483
O  0.183  0.3027  0.4048
O  -0.0762  -0.0518  -0.074
O  0.4548  0.0295  0.1546
O  -0.139  0.304  -0.2197
O  -0.1041  0.0881  -0.4919
O  -0.0958  0.0394  0.434
O  0.0087  0.1308  0.4638
O  0.1305  0.0912  0.1936
O  -0.02  0.2939  -0.2745
O  -0.2455  0.034  0.6091
O  0.3235  0.1433  0.227
O  -0.7705  0.18  0.1916
O  -0.414  -0.4489  -0.2902
O  -0.4019  0.3367  0.0073
O  0.0418  -0.1548  0.4604
O  0.3591  -0.0267  0.0875
O  -0.0046  -0.4438  0.2914
O  -0.0893  0.356  -0.1366
O  -0.101  -0.2684  -0.2501
O  -0.1842  0.184  -0.2144
O  0.1031  0.0169  -0.0041
O  0.1307  0.0872  0.3814
O  -0.7012  -0.1904  -0.1026
O  -0.1035  0.1367  -0.1294
O  -0.6277  0.0815  0.1794
O  -0.0318  -0.1792  0.3643
O  -0.0906  -0.2996  0.4785
O  -0.047  -0.1011  0.4713
O  0.0009  0.2787  -0.0559
O  -0.1421  0.0212  0.4136
O  -0.1208  0.1942  0.2158
O  0.499  -0.3733  -0.4424
O  0.0767  -0.1285  0.3323
O  -0.1981  0.1947  0.1512
O  0.0144  -0.4751  -0.7438
O  -0.0292  0.4107  0.1083
O  -0.0633  -0.4279  -0.1301
O  -0.3249  0.0763  -0.1375
O  -0.2991  0.2109  0.3801
O  -0.283  -0.1533  0.2066
O  0.1144  0.4065  0.4142
O  -0.2049  -0.1544  0.4836
O  -0.157  0.1383  -0.3931
O  -0.4396  0.0001  -0.398
O  -0.522  0.306  0.1752
O  -0.1125  -0.2437  -0.0734
O  -0.249  0.3353  -0.2483
